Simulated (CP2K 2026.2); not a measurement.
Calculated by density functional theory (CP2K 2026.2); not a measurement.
Periodic cell of 2016 atoms, Si1440O576, from a study of silicon, its oxide and their interface. The atomic structure is a simulated model.
Doubt: the forces sum to 11.37 eV/angstrom along one axis rather than to zero, so they err by at least 0.0056 eV/angstrom per atom on average; the grid cutoff is modest.

Settings
functional: PBE
method: Gaussian and plane waves
basis set: DZVP-MOLOPT-SR-GTH
pseudopotentials: GTH-PBE
grid cutoff: 300 Ry, relative cutoff 40 Ry
k points: Gamma only
occupations: fixed
spin: none
net charge: 0

Cell vectors (angstrom)
a	65.28	0	0
b	0	16.32	0
c	-1.0638	-0.0165	33.3838

Atoms and the computed forces on them: element, x, y, z (angstrom), force x, y, z (eV/angstrom)
Si	0.862	-0.871	-0.095	0.16	-0.267	0.732
Si	3.904	1.415	0.277	0.121	-0.056	0.754
Si	1.709	3.628	0.193	-0.089	0.238	0.723
Si	4.453	6.433	0.084	-0.095	0.105	0.75
Si	1.336	-6.573	0.228	0.187	-0.083	0.785
Si	4.364	-3.629	-0.197	-0.114	-0.288	0.742
Si	7.245	-1.813	0.308	-0.064	0.129	0.678
Si	9.625	1.036	0.49	-0.208	0.395	0.644
Si	6.774	4.276	-0.13	0.192	-0.267	0.717
Si	9.193	7.15	0.284	0.516	-0.349	0.738
Si	7.063	9.494	0.46	-0.486	0.112	0.586
Si	9.379	-3.98	0.719	0	0.084	0.57
Si	11.747	-1.253	0.508	0.567	-0.279	0.563
Si	14.742	1.639	0.424	0.022	-0.274	0.704
Si	12.54	3.833	0.44	-0.263	0.085	0.8
Si	14.938	6.468	0.426	0.008	0.228	0.734
Si	11.654	-6.091	0.196	0.131	-0.259	0.74
Si	14.849	-4.017	0.567	-0.102	-0.016	0.725
Si	17.539	-1.58	0.475	0.02	0.243	0.736
Si	20.441	0.941	0.162	-0.01	0.187	0.658
Si	17.185	4.384	0.523	0.03	-0.044	0.67
Si	19.879	6.767	-0.013	0.046	0.341	0.64
Si	16.918	-6.317	0.268	0.232	-0.173	0.774
Si	19.894	-3.625	0.15	0.163	-0.416	0.669
Si	22.683	-1.177	0.472	-0.058	0.049	0.493
Si	25.497	1.468	0.374	0.003	0.078	0.601
Si	23.217	3.525	-0.024	-0.069	0.299	0.739
Si	25.377	7.123	0.083	0.02	-0.092	0.746
Si	23.137	-6.986	0.17	-0.131	0.021	0.739
Si	24.812	-3.412	-0.126	0.227	-0.237	0.809
Si	27.482	-0.842	-0.228	0.414	-0.022	0.783
Si	30.894	1.611	-0.171	0.077	-0.329	0.81
Si	28.543	3.759	-0.114	-0.081	0.32	0.702
Si	30.933	7.139	0.003	-0.069	-0.147	0.693
Si	28.677	-6.974	-0.274	-0.205	0.193	0.76
Si	31.712	-4.315	-0.262	-0.481	0.293	0.63
Si	33.935	-1.4	0.224	0	0.195	0.621
Si	36.611	1.584	-0.073	0.073	-0.108	0.713
Si	34.216	3.642	-0.19	-0.096	0.201	0.784
Si	37.059	6.527	-0.284	-0.327	0.23	0.739
Si	33.785	-6.715	-0.087	0.279	-0.141	0.648
Si	36.325	-3.503	-0.28	0.346	-0.486	0.52
Si	39.753	-1.695	-0.079	-0.118	0.279	0.694
Si	42.77	0.974	-0.107	-0.352	0.22	0.805
Si	39.384	4.331	-0.224	0.229	-0.242	0.74
Si	-23.077	7.135	-0.062	0.006	-0.16	0.636
Si	39.753	-7.189	-0.266	-0.134	0.204	0.746
Si	-23.318	-3.901	0.167	0.069	-0.027	0.707
Si	-20.429	-1.348	0.141	0.24	-0.046	0.709
Si	-17.506	1.547	0.074	0.064	-0.297	0.63
Si	-19.817	3.673	-0.096	-0.143	0.24	0.803
Si	-17.601	7.052	-0.176	0.149	-0.223	0.747
Si	-19.891	-7.053	-0.189	-0.128	0.176	0.749
Si	-17.163	-4.368	-0.083	-0.157	0.2	0.801
Si	-14.42	-1.637	0.036	-0.217	0.145	0.79
Si	-12.354	1.782	-0.07	0.216	-0.363	0.801
Si	-14.589	3.899	0.293	0.028	0.132	0.736
Si	-11.7	6.685	-0.078	-0.231	0.053	0.705
Si	-14.854	-6.465	0.022	-0.003	-0.234	0.757
Si	-12.251	-3.837	0.24	-0.052	-0.068	0.744
Si	-9.583	-1.447	-0.219	0.355	-0.07	0.735
Si	-6.254	1.053	0.138	-0.268	0.06	0.726
Si	-9.585	4.348	-0.129	0.12	-0.194	0.72
Si	-6.822	6.921	0.149	0.09	-0.173	0.672
Si	-8.948	-7.15	0.159	-0.094	0.078	0.771
Si	-6.479	-4.326	-0.123	-0.024	0.113	0.782
Si	-4.097	-1.218	0.097	0.109	-0.205	0.7
Si	-1.292	1.301	0.53	0.057	-0.046	0.59
Si	-3.55	3.379	0.027	-0.037	0.377	0.67
Si	-1.249	7.008	0.071	0.222	-0.476	0.551
Si	-3.887	-7.464	0.017	-0.333	0.592	0.579
Si	-1.124	-4.603	0.051	-0.185	0.368	0.736
Si	2.595	-0.089	1.462	0.021	-0.058	-0.007
Si	5.579	2.685	1.335	-0.005	0.051	-0.031
Si	2.845	5.318	1.41	0.001	-0.003	-0.063
Si	5.418	8.146	1.454	0.023	0.002	-0.018
Si	2.915	-5.186	1.226	0.036	0.032	0.027
Si	5.608	-2.82	1.622	-0.097	0.007	-0.075
Si	8.116	-0.144	1.739	-0.025	-0.008	-0.09
Si	10.766	2.787	1.567	0.02	-0.047	-0.068
Si	8.13	5.432	1.473	-0.032	-0.013	-0.056
Si	10.874	-8.022	1.444	0.022	-0.005	-0.031
Si	8.09	-5.412	1.948	-0.042	-0.011	0.015
Si	10.735	-2.664	2.018	0.038	-0.047	-0.051
Si	13.567	-0.092	1.541	-0.076	0.003	-0.064
Si	16.112	2.815	1.862	0.035	-0.02	-0.03
Si	13.536	5.355	1.9	0.007	0.013	-0.043
Si	15.979	-8.06	1.559	0.012	-0.007	-0.018
Si	13.286	-5.29	1.709	0.047	-0.03	-0.094
Si	16.155	-2.705	1.922	-0.014	0.012	-0.066
Si	18.819	0.016	1.601	-0.011	-0.005	-0.073
Si	21.559	2.638	1.422	-0.064	0.054	-0.047
Si	18.717	5.642	1.677	0.037	-0.043	-0.004
Si	21.436	-8.198	1.276	-0.079	-0.002	-0.066
Si	18.771	-5.346	1.399	0.079	0.008	-0.063
Si	21.403	-2.667	1.669	0.013	0.011	-0.044
Si	24.163	0.11	1.693	-0.009	0.038	-0.034
Si	27.04	2.809	1.438	-0.005	0.018	-0.039
Si	24.218	5.388	1.202	-0.036	-0.021	-0.042
Si	27.044	-7.995	1.206	0.047	0.017	-0.029
Si	24.197	-5.26	1.317	0.027	0.022	-0.016
Si	26.666	-2.543	1.175	-0.011	-0.051	-0.093
Si	29.554	-0.014	0.937	0.005	-0.042	-0.05
Si	32.549	2.667	1.17	-0.046	0.05	-0.059
Si	29.697	5.477	1.108	-0.003	-0.071	-0.024
Si	32.553	-8.134	1.299	0.022	0.018	0
Si	29.799	-5.277	0.939	0.061	0.007	-0.041
Si	32.506	-2.78	1.355	-0.055	-0.015	-0.007
Si	35.344	0.114	1.272	0.043	0.019	-0.035
Si	38.199	2.78	1.143	0.022	0.024	-0.05
Si	35.33	5.417	0.963	0.061	-0.019	-0.074
Si	38.149	-8.222	1.094	-0.013	0.008	-0.059
Si	35.376	-5.367	0.999	0.037	0.041	-0.005
Si	38.06	-2.718	1.154	-0.03	-0.052	-0.022
Si	40.957	-0.023	1.091	0.001	0.051	-0.072
Si	-21.491	2.635	1.195	-0.013	0.027	-0.086
Si	-24.287	5.448	1.087	-0.01	0	-0.071
Si	-21.555	-8.03	1.223	0.069	0.006	-0.032
Si	-24.553	-5.536	1.209	-0.059	-0.021	-0.012
Si	-21.696	-2.785	1.423	0.002	-0.023	-0.036
Si	-18.779	-0.079	1.253	0	-0.007	-0.033
Si	-16.097	2.675	1.535	-0.012	-0.005	-0.029
Si	-18.782	5.422	1.111	-0.018	0.033	-0.048
Si	-16.057	-8.134	1.196	-0.032	0.053	-0.037
Si	-18.808	-5.476	1.184	0.03	0.004	-0.064
Si	-16.064	-2.775	1.275	0.004	-0.021	-0.062
Si	-13.324	0.032	1.249	0.064	0.017	-0.067
Si	-10.697	2.778	1.243	-0.01	0.006	-0.077
Si	-13.298	5.534	1.297	0.059	0.012	-0.025
Si	-10.595	-8.222	1.41	-0.025	-0.022	0.005
Si	-13.41	-5.405	1.487	-0.024	-0.009	-0.02
Si	-10.605	-2.758	1.437	-0.027	0.063	-0.033
Si	-8.054	-0.102	1.117	-0.01	-0.041	-0.034
Si	-5.155	2.545	1.545	-0.022	0.032	0.004
Si	-7.999	5.318	1.323	-0.041	-0.014	-0.077
Si	-5.331	7.973	1.581	-0.025	-0.01	-0.014
Si	-7.782	-5.584	1.403	-0.017	0.049	-0.039
Si	-5.338	-2.8	1.295	0.016	-0.063	-0.099
Si	-2.673	-0.148	1.641	-0.043	-0.024	-0.029
Si	0.182	2.64	1.682	0.018	0.052	-0.043
Si	-2.465	5.227	1.186	0.002	0.021	-0.053
Si	0.193	8.142	1.527	0.011	0.047	-0.026
Si	-2.743	-5.69	1.32	-0.012	-0.077	-0.065
Si	-0.049	-2.728	1.174	0.006	-0.064	-0.062
Si	1.446	1.232	3.009	0.02	-0.017	0.025
Si	4.196	3.991	2.817	0	-0.023	0.023
Si	1.507	6.714	2.814	0.036	-0.017	-0.015
Si	4.066	9.593	2.744	0.017	0.085	-0.067
Si	1.423	-3.994	2.643	-0.049	0.008	0.012
Si	4.077	-1.41	2.794	-0.014	0	0.007
Si	6.756	1.353	2.89	-0.041	0.002	-0.007
Si	9.44	4.13	2.933	-0.017	-0.012	-0.027
Si	6.76	6.79	2.88	0.025	0.002	0.016
Si	9.547	-6.833	3.061	0.047	-0.047	0.008
Si	6.713	-4.097	3.203	0	0	0.055
Si	9.386	-1.317	3.28	0.002	0.016	0.03
Si	12.162	1.348	2.918	0.012	-0.013	0.062
Si	14.831	4.086	3.301	-0.005	-0.014	0.04
Si	12.111	6.884	2.942	-0.022	0.036	-0.001
Si	14.644	-6.765	2.984	-0.003	0.025	0.036
Si	12.132	-4.012	3.241	0.019	0.006	0.068
Si	14.81	-1.283	3.119	-0.035	0.012	0.039
Si	17.553	1.409	3.005	0.007	-0.031	0.03
Si	20.202	4.124	2.764	0.045	-0.001	-0.009
Si	17.39	6.988	3.008	-0.026	0.02	0
Si	20.155	-6.777	2.71	-0.002	-0.015	-0.038
Si	17.564	-4.13	3.053	0.038	-0.017	0.039
Si	20.101	-1.322	3.04	-0.017	0.006	0.052
Si	22.83	1.458	2.99	-0.042	0.014	0.049
Si	25.643	4.206	2.693	-0.019	0.015	-0.004
Si	22.85	6.75	2.624	0.042	0.016	-0.01
Si	25.698	-6.616	2.586	-0.038	-0.041	0.026
Si	22.849	-4.081	2.838	0.012	0.016	0.018
Si	25.567	-1.33	2.84	0.028	-0.005	0.041
Si	28.432	1.329	2.594	-0.014	-0.047	0.044
Si	31.176	4.135	2.452	-0.032	-0.009	0.027
Si	28.373	6.863	2.531	0.01	0	-0.01
Si	31.145	-6.648	2.485	-0.002	0.07	0
Si	28.306	-3.959	2.338	0.008	0.012	-0.026
Si	30.98	-1.34	2.417	0.011	0.087	0.009
Si	33.902	1.39	2.594	0.009	-0.012	0.04
Si	36.729	4.129	2.439	-0.017	0.014	0.029
Si	33.98	6.74	2.444	0.033	-0.038	0.004
Si	36.738	-6.78	2.363	-0.02	-0.006	-0.013
Si	34.011	-4.116	2.553	0.057	0.013	-0.004
Si	36.745	-1.307	2.528	-0.035	-0.009	0.02
Si	39.561	1.355	2.431	-0.011	-0.024	0.008
Si	-22.954	4.037	2.439	0.011	-0.01	-0.029
Si	-25.732	6.764	2.472	0.012	-0.018	0.014
Si	-23.01	-6.745	2.55	-0.025	-0.011	0.017
Si	-25.932	-4.159	2.525	0.041	0.015	0.033
Si	-23.078	-1.347	2.629	-0.023	0.016	0.035
Si	-20.178	1.29	2.607	-0.021	-0.002	0.035
Si	-17.514	4.131	2.656	-0.042	0.015	0.052
Si	-20.233	6.763	2.472	0.022	-0.01	0.048
Si	-17.474	-6.828	2.588	0.015	0.026	0.041
Si	-20.22	-4.162	2.579	0.025	-0.028	0.009
Si	-17.457	-1.433	2.611	0.024	-0.018	0.021
Si	-14.725	1.239	2.729	0.047	-0.025	0.028
Si	-12.013	4.106	2.684	0.017	-0.012	0.022
Si	-14.736	6.832	2.608	-0.045	-0.012	-0.027
Si	-12.011	-6.846	2.696	-0.008	-0.009	-0.012
Si	-14.79	-4.066	2.778	-0.008	0.034	0.027
Si	-11.979	-1.304	2.686	-0.048	-0.008	0.045
Si	-9.332	1.328	2.551	-0.029	-0.012	-0.029
Si	-6.602	3.992	2.702	-0.015	0.017	-0.025
Si	-9.29	6.698	2.77	0.034	0.002	0.003
Si	-6.557	-6.878	2.897	-0.021	-0.018	0.021
Si	-9.247	12.12	2.687	0.057	-0.007	0.006
Si	-6.723	-1.429	2.635	0.002	0.051	0.013
Si	-3.939	1.242	3.002	0.012	0.002	0.033
Si	-1.229	4.058	2.843	-0.047	0.028	0.028
Si	-3.858	6.552	2.701	0.082	-0.016	0.054
Si	-1.315	-6.896	2.806	-0.016	-0.004	0.045
Si	-3.98	-4.192	2.681	-0.022	-0.012	-0.012
Si	-1.266	-1.532	2.831	0.062	0.008	0.018
Si	0.031	-0.128	4.261	-0.009	-0.022	-0.014
Si	2.823	2.664	4.254	0.021	0.031	-0.006
Si	0.109	5.414	4.211	-0.012	-0.013	0.006
Si	2.772	8.174	4.164	-0.04	0.02	-0.022
Si	0.076	-5.442	4.069	-0.011	0.041	-0.045
Si	2.719	-2.748	4.192	0.029	-0.015	-0.042
Si	5.373	-0.006	4.239	-0.019	-0.043	-0.029
Si	8.102	2.721	4.288	0.036	-0.004	-0.043
Si	5.435	5.412	4.254	-0.034	0.008	-0.03
Si	8.114	-8.207	4.322	-0.013	-0.002	-0.016
Si	5.331	-5.528	4.36	-0.003	-0.02	0.002
Si	8.048	-2.725	4.539	-0.002	-0.002	0.035
Si	10.829	0.084	4.44	0.053	0.025	-0.046
Si	13.417	2.666	4.454	-0.017	-0.018	-0.03
Si	10.759	5.498	4.315	0.013	0.03	0.001
Si	13.414	-8.14	4.406	-0.003	0.009	0.002
Si	10.782	-5.441	4.493	0.011	-0.025	-0.021
Si	13.505	-2.642	4.511	0	0.005	-0.012
Si	16.2	0.073	4.406	0.018	-0.009	-0.025
Si	18.924	2.801	4.269	0.028	0.03	-0.005
Si	16.194	5.554	4.451	0.011	0.005	0.018
Si	18.861	-8.042	4.252	0.025	0.009	-0.002
Si	16.118	-5.457	4.337	-0.004	-0.018	-0.057
Si	18.842	-2.721	4.406	-0.003	0.015	0.002
Si	21.53	0.042	4.315	0.002	-0.017	-0.005
Si	24.325	2.841	4.137	0.01	0.005	-0.018
Si	21.585	5.461	4.129	-0.008	0.008	-0.007
Si	24.302	-8.107	3.899	-0.02	0.024	-0.077
Si	21.523	-5.468	4.154	-0.056	0.018	0.003
Si	24.246	-2.716	4.166	-0.018	0.008	-0.004
Si	27.057	0.038	4.033	0.015	0.019	-0.015
Si	29.84	2.747	3.864	0.003	-0.002	-0.038
Si	27.048	5.554	3.986	0.034	-0.008	0.012
Si	29.806	-8.081	3.833	0.001	-0.008	-0.01
Si	27.093	-5.316	3.909	0.011	0.025	0.008
Si	29.691	-2.682	3.825	-0.02	-0.033	0.009
Si	32.471	-0.021	3.813	-0.007	-0.034	-0.044
Si	35.337	2.782	3.836	0.031	0.029	-0.014
Si	32.578	5.451	3.83	-0.022	-0.011	0.002
Si	35.352	-8.153	3.74	-0.001	0.027	0.002
Si	32.574	-5.411	3.883	-0.009	-0.014	0.004
Si	35.357	-2.695	3.854	0.009	-0.028	0.002
Si	38.155	0.037	3.827	0.01	0.018	-0.007
Si	-24.368	2.714	3.801	-0.008	0.001	0.015
Si	-27.162	5.452	3.815	-0.011	-0.009	-0.006
Si	-24.382	-8.175	3.832	-0.021	0	-0.004
Si	-27.25	-5.499	3.871	0.004	0.009	0.03
Si	-24.495	-2.762	3.855	0.003	-0.011	-0.018
Si	-21.64	-0.013	3.931	0.004	0.003	-0.012
Si	-18.884	2.716	3.956	0.01	-0.019	-0.007
Si	-21.626	5.412	3.826	0.019	0.021	-0.008
Si	-18.883	-8.21	3.886	0.01	0.009	-0.039
Si	-21.639	-5.448	3.93	-0.03	0.003	0.008
Si	-18.877	-2.774	3.928	0.001	-0.002	0.001
Si	-16.133	-0.093	4.024	-0.007	0.004	0.002
Si	-13.388	2.693	4.012	0.017	0.018	-0.055
Si	-16.115	5.465	3.97	-0.003	0.001	-0.002
Si	-13.408	-8.18	4.028	0	-0.014	0.004
Si	-16.172	-5.477	4.026	-0.028	-0.027	-0.026
Si	-13.377	-2.689	4.038	0.005	0.005	-0.043
Si	-10.648	0.027	4.042	-0.001	0.004	-0.013
Si	-7.993	2.631	4.019	-0.02	-0.019	0.004
Si	-10.678	5.38	4.114	-0.019	0.01	-0.011
Si	-7.977	8.074	4.153	-0.01	-0.025	-0.011
Si	-10.658	10.817	4.054	0.015	0.001	0.009
Si	-7.984	-2.794	4.079	0.004	0.024	-0.017
Si	-5.395	-0.135	4.16	-0.018	-0.033	-0.007
Si	-2.566	2.673	4.24	0.022	-0.01	-0.014
Si	-5.27	5.323	4.121	0.012	0.002	-0.013
Si	-2.608	8.003	4.143	-0.027	0.014	-0.037
Si	-5.247	-5.48	4.191	0.016	-0.002	-0.002
Si	-2.644	-2.873	4.146	-0.035	0.019	-0.007
Si	1.264	-1.383	16.606	-0.028	0.006	0.02
Si	4.021	1.376	16.631	0.01	0.028	-0.016
Si	1.271	4.106	16.62	-0.007	-0.022	0.018
Si	3.999	6.87	16.651	0.014	-0.003	0.016
Si	1.303	-6.736	16.639	-0.002	0	0.022
Si	4.024	-4.082	16.653	0.008	0.011	0.013
Si	6.776	-1.358	16.691	0.007	-0.02	-0.005
Si	9.468	1.375	16.649	-0.023	0.012	-0.008
Si	6.727	4.095	16.61	0.014	-0.013	-0.017
Si	9.456	-9.497	16.72	0.011	0.014	0.016
Si	6.734	-6.794	16.734	0.009	-0.006	0.019
Si	9.472	-4.051	16.684	-0.004	0.008	-0.003
Si	12.183	-1.37	16.66	-0.019	0.026	0.012
Si	14.922	1.36	16.566	0.016	0.007	-0.002
Si	12.128	4.075	16.648	0.006	-0.034	0.012
Si	14.942	-9.498	16.585	0.021	0.013	0.015
Si	12.194	-6.805	16.647	0.001	-0.014	0.012
Si	14.929	-4.101	16.568	0.013	0.001	-0.002
Si	17.705	-1.396	16.491	-0.02	0.001	0.007
Si	20.441	1.342	16.395	0.007	-0.006	-0.008
Si	17.653	4.099	16.505	-0.029	-0.018	0.034
Si	20.47	-9.44	16.359	-0.016	0.002	0.003
Si	17.711	-6.784	16.477	-0.008	-0.03	0.001
Si	20.48	-4.084	16.422	0.035	-0.015	0.02
Si	23.17	-1.389	16.277	0.002	-0.012	0.005
Si	25.959	1.404	16.218	0.038	0.02	0.043
Si	23.201	4.053	16.268	0	-0.046	0.007
Si	25.956	-9.47	16.178	0.005	0.002	0.006
Si	23.172	-6.774	16.291	-0.031	-0.02	0.003
Si	25.954	-4.02	16.176	0.026	-0.004	0.016
Si	28.708	-1.284	16.111	0.009	0.008	0.007
Si	31.42	1.438	16.035	-0.003	0.014	0.01
Si	28.66	4.147	16.107	-0.036	-0.024	0.009
Si	31.378	-9.451	16.044	0.02	0.018	0.003
Si	28.671	-6.738	16.089	-0.015	-0.005	0
Si	31.433	-3.99	16.056	0.008	0.02	0.01
Si	34.108	-1.338	15.983	-0.02	-0.007	0.006
Si	36.835	1.407	15.979	0.016	-0.001	0.004
Si	34.12	4.121	16.015	0.005	-0.012	-0.006
Si	36.812	-9.472	16.006	0.019	-0.012	0.026
Si	34.057	-6.737	16.009	-0.014	0.006	0
Si	36.814	-4.073	16.035	0.014	0.012	0.033
Si	39.488	-1.343	15.965	-0.016	-0.01	0
Si	-23.104	1.396	15.897	0.001	0.003	0.001
Si	-25.798	4.108	15.94	0.004	-0.015	0.006
Si	-23.112	-9.483	16.059	-0.007	0.023	0.013
Si	-25.779	-6.805	16.053	0.01	-0.01	0.016
Si	-23.091	-4.073	15.973	-0.012	0.021	0.016
Si	-20.402	-1.386	15.881	-0.015	0.001	-0.022
Si	-17.671	1.34	16.008	0.003	0.009	-0.011
Si	-20.411	4.132	16.026	0.016	0.008	-0.004
Si	-17.688	-9.584	16.142	-0.007	0.001	0.021
Si	-20.334	-6.837	16.022	0	0.011	-0.005
Si	-17.643	-4.227	16.013	-0.026	0.004	-0.021
Si	-14.958	-1.46	16.069	0	0.006	-0.012
Si	-12.304	1.292	16.225	-0.001	0.004	0.002
Si	-14.994	3.984	16.179	0	-0.018	0.019
Si	-12.312	-9.643	16.333	-0.005	-0.007	0.026
Si	-14.985	-6.961	16.227	-0.033	0.003	0.017
Si	-12.258	-4.194	16.246	0.01	0.021	0.004
Si	-9.617	-1.512	16.32	-0.002	-0.006	0.005
Si	-6.87	1.28	16.405	-0.005	0.019	-0.002
Si	-9.628	3.994	16.358	-0.004	-0.01	0.012
Si	-6.877	6.77	16.402	0.001	0.002	0.001
Si	-9.571	9.44	16.353	-0.041	0.007	0.009
Si	-6.901	-4.167	16.447	0.002	0.012	0.01
Si	-4.177	-1.43	16.545	-0.003	0.003	0.024
Si	-1.478	1.316	16.548	0.019	0.042	0.016
Si	-4.157	4.014	16.458	-0.008	-0.03	0.01
Si	-1.43	6.808	16.553	0.033	-0.012	0.003
Si	-4.162	9.482	16.537	-0.008	-0.008	0.022
Si	-1.469	-4.082	16.584	0.014	0	0.006
Si	2.644	-0.013	17.934	0.036	-0.035	0.037
Si	5.391	2.757	17.989	0.013	-0.004	0.019
Si	2.6	5.543	17.984	-0.051	-0.023	-0.019
Si	5.353	8.167	18.111	0.002	0.02	0.029
Si	2.647	-5.368	18.067	-0.016	0.002	0.036
Si	5.425	-2.765	18.022	0.023	0.023	-0.008
Si	8.172	0.007	18.043	0.01	-0.001	0.019
Si	10.757	2.735	18.076	-0.002	0.026	0.024
Si	8.042	5.432	18.024	-0.024	0.005	-0.008
Si	10.853	-8.132	18.082	-0.013	-0.026	0
Si	8.101	-5.378	18.064	0.016	0	-0.009
Si	10.848	-2.729	18.084	-0.007	-0.021	0.027
Si	13.575	0.009	17.966	0.007	-0.018	0.033
Si	16.274	2.735	17.905	0.004	0.004	0.009
Si	13.503	5.485	17.915	-0.032	0.026	0.013
Si	16.364	-8.114	17.886	0.009	-0.01	0.037
Si	13.577	-5.447	17.98	-0.003	0.002	0.007
Si	16.328	-2.747	17.873	-0.01	0.032	0.011
Si	19.143	-0.066	17.792	0.014	-0.03	0.015
Si	21.877	2.678	17.685	0.017	-0.012	0.043
Si	19.092	5.541	17.69	-0.007	0.047	-0.012
Si	21.837	-8.091	17.746	0.007	0.029	0.022
Si	19.164	-5.483	17.796	0.011	-0.028	0.027
Si	21.865	-2.717	17.761	0.007	0.047	-0.001
Si	24.578	-0.01	17.516	-0.039	0.018	-0.018
Si	27.381	2.782	17.533	0.003	-0.011	0.03
Si	24.606	5.455	17.504	-0.008	0.031	0.01
Si	27.34	-8.075	17.487	0.022	0.012	0.026
Si	24.586	-5.381	17.525	0.02	-0.014	-0.028
Si	27.38	-2.657	17.471	-0.041	-0.051	-0.001
Si	30.098	0.106	17.422	0.012	0.005	0.028
Si	32.786	2.781	17.402	-0.016	-0.011	0.028
Si	30.042	5.523	17.413	-0.008	0.016	0.024
Si	32.701	-8.056	17.396	-0.04	-0.017	0.019
Si	30.094	-5.378	17.371	0.005	-0.01	-0.024
Si	32.802	-2.636	17.437	0.003	-0.002	0.034
Si	35.482	0.023	17.282	0.027	0.005	-0.019
Si	38.215	2.748	17.348	-0.038	-0.008	0.026
Si	35.498	5.469	17.355	0.011	-0.006	0.048
Si	38.149	-8.155	17.441	0.021	-0.002	-0.002
Si	35.425	-5.423	17.381	-0.026	0.01	0.02
Si	38.198	-2.706	17.376	0.034	-0.02	0.041
Si	40.876	0.031	17.258	0.013	0.016	-0.017
Si	-21.845	2.797	17.277	-0.02	0.01	0.031
Si	-24.533	5.472	17.354	-0.007	0.019	0.011
Si	-21.721	-8.111	17.393	-0.028	-0.031	-0.01
Si	-24.392	-5.434	17.373	0.001	0.032	-0.022
Si	-21.75	-2.665	17.276	-0.02	0.011	0.023
Si	-19.079	-0.037	17.221	-0.005	0.004	0.012
Si	-16.355	2.604	17.489	0.012	-0.022	0.038
Si	-19.108	5.447	17.49	-0.016	0.012	0.051
Si	-16.331	-8.353	17.62	0.035	-0.02	0.016
Si	-18.935	-5.58	17.423	0.04	-0.022	0.07
Si	-16.283	-2.895	17.337	0.03	-0.02	0.021
Si	-13.688	-0.108	17.489	-0.029	-0.041	-0.024
Si	-11.067	2.652	17.689	-0.017	0.025	0.063
Si	-13.74	5.3	17.666	0.011	0.042	0.002
Si	-10.92	-8.287	17.67	0.024	-0.01	0.011
Si	-13.606	-5.606	17.547	0.012	-0.019	0.018
Si	-11.003	-2.845	17.713	-0.001	0.008	0.034
Si	-8.26	-0.159	17.649	0.02	-0.012	-0.034
Si	-5.518	2.624	17.803	0.006	-0.015	0.038
Si	-8.261	5.375	17.684	0.006	0	-0.019
Si	-5.585	8.12	17.851	0.004	-0.009	0.005
Si	-8.288	-5.522	17.796	0.029	0.001	0.05
Si	-5.616	-2.792	17.863	0.003	0.024	0.015
Si	-2.825	-0.066	17.935	0.004	-0.033	-0.01
Si	-0.146	2.706	17.897	0	-0.001	-0.044
Si	-2.84	5.412	17.818	-0.045	0.043	0.017
Si	-0.104	-8.099	17.935	0.005	-0.005	-0.007
Si	-2.856	-5.431	17.936	-0.012	0.003	0.007
Si	-0.141	-2.715	17.983	0.003	0.002	-0.01
Si	1.222	1.334	19.225	-0.042	0.045	0.007
Si	4.025	4.204	19.274	0.061	0.016	-0.052
Si	1.232	6.931	19.363	0.024	0.006	-0.004
Si	4.026	-6.707	19.463	0.011	-0.02	-0.05
Si	1.246	-3.967	19.409	0.037	-0.021	0.003
Si	4.045	-1.374	19.278	-0.007	-0.024	-0.038
Si	6.791	1.398	19.344	0.024	0.009	-0.048
Si	9.32	4.09	19.461	0.011	-0.07	0.03
Si	6.701	6.725	19.466	-0.037	-0.012	-0.021
Si	9.494	-6.697	19.404	0.032	0.031	-0.014
Si	6.769	-4.051	19.513	-0.024	-0.006	0.026
Si	9.522	-1.343	19.483	-0.016	0.018	-0.062
Si	12.2	1.363	19.352	0.016	-0.005	0.033
Si	14.854	4.153	19.244	0.021	-0.031	-0.022
Si	12.188	-9.568	19.434	-0.004	-0.007	-0.025
Si	14.944	-6.84	19.296	-0.022	0.005	-0.001
Si	12.247	-4.118	19.426	-0.014	-0.014	-0.012
Si	14.942	-1.418	19.273	-0.004	0.001	-0.047
Si	17.73	1.274	19.085	-0.046	0.001	-0.05
Si	20.51	4.17	18.905	0.048	-0.008	-0.023
Si	17.864	-9.41	19.171	0.024	0.014	-0.011
Si	20.546	-6.75	19.272	-0.013	0.005	-0.015
Si	17.765	-4.154	19.105	-0.013	-0.027	-0.032
Si	20.507	-1.426	19.223	-0.004	0.032	0.011
Si	23.198	1.16	18.997	-0.059	-0.049	-0.017
Si	25.966	4.128	18.85	0.018	-0.038	0.005
Si	23.291	-9.527	18.9	-0.015	-0.017	-0.015
Si	25.973	-6.703	18.829	-0.029	-0.008	-0.003
Si	23.334	-4.083	19.012	-0.044	-0.005	0.019
Si	26.032	-1.286	18.81	0.003	0.034	-0.022
Si	28.847	1.465	18.866	-0.005	0.01	-0.037
Si	31.412	4.164	18.737	-0.007	-0.008	-0.016
Si	28.772	-9.386	18.809	0.008	0.022	-0.03
Si	31.381	-6.678	18.827	-0.022	-0.018	-0.004
Si	28.827	-4.008	18.741	0.045	0.033	-0.017
Si	31.52	-1.168	18.781	0.012	0.023	-0.032
Si	34.211	1.387	18.672	0.019	-0.011	-0.018
Si	36.911	4.134	18.719	0.038	0.035	-0.062
Si	34.098	-9.459	18.625	0.008	-0.006	-0.056
Si	36.736	-6.81	18.751	0.005	-0.01	0.007
Si	34.146	-4.04	18.787	0.011	0.001	-0.023
Si	36.807	-1.313	18.662	-0.028	0.004	-0.022
Si	39.618	1.383	18.674	0.042	0.024	-0.013
Si	-23.196	4.142	18.704	-0.026	-0.027	-0.022
Si	39.483	-9.531	18.849	0.017	-0.031	-0.012
Si	-22.963	-6.681	18.773	0.049	0.014	0.015
Si	39.593	-4.062	18.741	-0.049	0.028	-0.006
Si	42.186	-1.285	18.66	0.012	0.022	-0.007
Si	-20.504	1.344	18.469	0.022	-0.045	-0.109
Si	-17.774	3.973	18.756	0.002	0.027	-0.038
Si	-20.476	-9.444	18.854	0.028	-0.019	-0.016
Si	-17.671	-6.996	18.957	-0.045	0.059	-0.043
Si	-20.312	-4.035	18.49	0.003	-0.024	-0.091
Si	-17.672	-1.436	18.458	-0.036	0.04	-0.129
Si	-15.034	1.186	18.879	-0.02	0.008	-0.013
Si	-12.497	3.958	19.132	0.022	-0.03	0.009
Si	-15.132	-9.795	19.139	-0.036	-0.022	-0.01
Si	-12.332	-6.987	18.99	-0.052	0.017	0.002
Si	-14.997	-4.247	18.812	-0.004	0.007	-0.022
Si	-12.478	-1.463	18.951	-0.013	0.003	-0.03
Si	-9.691	1.172	18.871	-0.023	-0.035	-0.033
Si	-6.895	4.061	19.037	0	0.067	-0.029
Si	-9.622	6.664	19.087	-0.006	-0.008	-0.002
Si	-7	9.431	19.233	-0.02	0.016	-0.021
Si	-9.682	-4.187	19.161	-0.01	0.005	-0.028
Si	-7.041	-1.451	19.198	-0.013	0.009	-0.012
Si	-4.287	1.203	19.263	-0.027	0.028	-0.03
Si	-1.558	4.061	19.22	0.033	-0.045	0.042
Si	-4.208	6.753	19.18	-0.006	-0.026	-0.024
Si	-1.45	-6.732	19.306	0	0.046	-0.004
Si	-4.331	-4.148	19.287	0.021	-0.047	-0.005
Si	-1.515	-1.401	19.397	-0.001	0.027	-0.018
Si	-0.018	-0.073	20.716	-0.037	-0.045	0.062
Si	2.626	2.804	20.44	-0.069	-0.036	0.015
Si	-0.248	5.544	20.55	0.016	0.035	0.023
Si	2.578	8.305	20.797	-0.043	0.008	0.052
Si	-0.12	-5.37	20.756	0.001	-0.016	0.014
Si	2.68	-2.57	20.746	-0.043	-0.031	0.028
Si	5.398	-0.001	20.591	0.007	-0.032	0.039
Si	8.01	2.708	20.905	-0.002	0.041	0.058
Si	5.256	5.402	20.904	0.029	0.024	0.04
Si	8.093	8.221	20.642	0.009	-0.024	-0.008
Si	5.401	-5.373	20.937	0.011	-0.005	0.082
Si	8.081	-2.639	20.901	-0.041	0.062	0.046
Si	11.038	-0.057	20.841	0.029	-0.067	0.043
Si	13.438	2.837	20.685	-0.087	0.061	0.065
Si	10.64	5.484	20.808	0.006	0.068	0.032
Si	13.642	-8.229	20.755	0.052	-0.038	-0.012
Si	10.875	-5.411	20.885	0.008	0.012	0.015
Si	13.688	-2.8	20.766	0.045	0.002	0.061
Si	16.394	-0.086	20.524	0.046	-0.035	0.048
Si	19.174	2.756	20.163	-0.003	0.024	0.006
Si	16.385	5.565	20.364	0.002	0.071	-0.002
Si	19.217	-8.15	20.739	-0.009	0.021	0.061
Si	16.444	-5.484	20.497	-0.002	-0.022	0.019
Si	19.088	-2.858	20.512	0.064	0.049	0.072
Si	21.968	-0.193	20.646	0.047	0.018	0.105
Si	24.613	2.616	20.108	0.027	-0.003	0
Si	21.922	5.465	20.277	-0.023	0.033	0.032
Si	24.662	-8.128	20.183	0.02	0.024	0.017
Si	22.044	-5.328	20.542	-0.022	-0.045	0.068
Si	24.832	-2.728	20.203	0.074	-0.073	0.047
Si	27.407	0.091	20.107	-0.026	0.019	0.032
Si	30.258	2.83	20.268	-0.023	-0.025	0.065
Si	27.394	5.573	20.085	-0.045	-0.013	0.022
Si	30.064	-8.015	20.275	-0.023	0.018	0.074
Si	27.454	-5.355	20.058	-0.005	-0.041	-0.002
Si	30.18	-2.576	20.055	-0.017	-0.004	0.051
Si	32.94	0.161	20.186	-0.01	-0.059	0.017
Si	35.586	2.715	19.998	0.023	-0.018	0.074
Si	32.764	5.559	20.006	-0.014	0.051	0.089
Si	35.398	-8.227	20.101	-0.014	0.025	0.048
Si	32.77	-5.345	20.192	0.012	0.002	0.052
Si	35.514	-2.642	20.105	-0.008	0.006	0.015
Si	38.257	-0.008	19.933	0.001	-0.009	0.032
Si	40.883	2.748	20.148	-0.029	-0.029	0.06
Si	38.143	5.413	20.302	0.054	-0.013	0.075
Si	40.991	-8.141	20.035	-0.003	-0.123	0.042
Si	38.088	-5.39	20.01	-0.011	0.046	-0.024
Si	41.014	-2.686	20.101	-0.077	-0.048	0.011
Si	43.533	0.13	19.965	-0.036	-0.022	0.113
Si	-19.222	2.574	19.892	-0.013	0.027	0.065
Si	-21.916	5.493	20.115	0.028	0.076	0.031
Si	-19.143	-8.225	20.402	-0.01	0.031	0.038
Si	-21.522	-5.207	20.022	-0.042	-0.014	0.045
Si	-18.961	-2.718	19.811	0	-0.063	0.091
Si	-16.488	-0.259	20.012	0.057	0.019	0.096
Si	-13.918	2.496	20.474	0.038	-0.002	0.035
Si	-16.652	5.088	20.47	0.064	0.025	0.088
Si	-13.61	-8.437	20.364	0.058	-0.036	0.034
Si	-16.211	-5.639	20.245	0.027	-0.06	0.062
Si	-13.859	-2.857	20.295	0.014	0.037	0.067
Si	-11.125	-0.071	20.25	0.001	-0.005	0.043
Si	-8.326	2.567	20.095	0.057	-0.031	-0.009
Si	-11.052	5.351	20.431	-0.005	0.054	0.017
Si	-8.311	7.958	20.568	0.044	-0.017	0.04
Si	-11.059	-5.641	20.433	0.025	-0.02	0.038
Si	-8.451	-2.734	20.607	-0.023	0.021	0.051
Si	-5.729	-0.151	20.658	-0.008	-0.001	0.061
Si	-2.949	2.619	20.56	0.085	-0.006	-0.017
Si	-5.569	5.362	20.535	0.025	0.003	0.011
Si	-2.939	-8.078	20.513	-0.082	-0.028	0.018
Si	-5.757	-5.479	20.676	-0.003	0.006	0.036
Si	-3.059	-2.736	20.675	-0.017	0.03	0.024
Si	1.794	-0.815	22.096	-0.144	-0.151	-0.732
Si	3.951	1.415	21.688	0.002	-0.025	-0.492
Si	0.963	3.895	21.666	0.425	0.467	-0.29
Si	4.124	7.137	22.117	-0.16	-0.267	-0.671
Si	1.522	-6.364	22.169	-0.172	-0.187	-0.795
Si	3.774	-4.11	22.129	0.197	0.024	-0.678
Si	6.873	-0.939	22.18	-0.271	-0.488	-0.591
Si	9.367	1.066	22.023	0.132	0.435	-0.756
Si	6.146	3.608	22.228	0.224	0.165	-0.712
Si	9.618	7.23	22.112	-0.115	-0.283	-0.633
Si	6.557	-7.109	22.1	0.094	0.366	-0.703
Si	9.768	-3.7	22.16	-0.066	-0.224	-0.734
Si	12.249	-1.681	22.273	0.122	0.306	-0.672
Si	15.217	1.63	21.587	-0.255	-0.276	-0.668
Si	11.959	4.162	22.185	-0.005	-0.255	-0.752
Si	15.436	-9.286	21.928	-0.301	-0.145	-0.707
Si	12.092	-7.071	22.102	0.096	0.226	-0.686
Si	15.374	-4.003	21.926	-0.211	-0.017	-0.671
Si	17.518	-1.714	21.843	-0.005	0.097	-0.686
Si	20.699	1.663	21.52	0.029	-0.309	-0.683
Si	17.551	3.887	21.408	0.225	0.169	-0.637
Si	20.984	-9.364	21.852	-0.373	-0.143	-0.636
Si	17.545	-6.931	21.972	0.395	0.065	-0.697
Si	20.619	-4.002	21.92	-0.06	-0.066	-0.776
Si	23.734	-1.607	21.875	-0.538	0	-0.614
Si	26.331	1.702	21.404	-0.406	-0.455	-0.559
Si	23.038	3.736	21.353	-0.012	0.123	-0.761
Si	26.254	-9.265	21.452	-0.103	-0.096	-0.74
Si	23.205	-7.07	21.662	0.038	0.267	-0.691
Si	26.594	-3.676	21.423	-0.275	-0.077	-0.734
Si	28.69	-1.354	21.353	0.089	0.111	-0.658
Si	32.033	1.847	21.568	-0.191	-0.022	-0.665
Si	28.542	4.021	21.354	0.45	0.343	-0.585
Si	31.712	-9.197	21.438	-0.114	-0.096	-0.792
Si	28.356	-6.91	21.541	0.317	0.039	-0.701
Si	31.706	-3.644	21.448	-0.046	-0.189	-0.765
Si	34.024	-1.484	21.502	0.164	0.2	-0.736
Si	37.17	1.526	21.282	-0.148	0.054	-0.784
Si	34.168	4.126	21.174	0.041	0.022	-0.487
Si	36.308	-9.941	21.483	0.132	0.006	-0.786
Si	33.906	-6.993	21.424	0.107	0.065	-0.828
Si	37.076	-3.783	21.408	-0.108	-0.15	-0.69
Si	39.332	-1.592	21.287	0.102	0.025	-0.734
Si	42.533	1.688	21.463	-0.088	-0.074	-0.729
Si	39.324	3.772	21.603	0.188	0.34	-0.761
Si	42.223	-9.381	21.642	0.049	-0.026	-0.752
Si	39.581	-6.722	21.133	-0.185	-0.039	-0.559
Si	42.94	-3.42	21.354	-0.111	-0.01	-0.779
Si	45.082	-1.193	21.062	0.041	0.077	-0.41
Si	-18.054	1.003	21.144	-0.089	-0.068	-0.453
Si	-20.606	3.918	21.183	-0.072	-0.052	-0.486
Si	-18.464	6.124	21.662	0.15	0.101	-0.82
Si	-19.932	-6.18	21.445	0.031	-0.245	-0.858
Si	-17.653	-4.09	21.17	0.05	0.034	-0.514
Si	-15.613	-1.833	21.535	0.153	-0.016	-0.627
Si	-12.137	1.497	21.665	-0.315	-0.216	-0.699
Si	-15.85	3.16	21.735	0.128	0.272	-0.782
Si	-12.103	6.853	21.918	-0.155	-0.243	-0.671
Si	-14.958	-7.144	21.692	0.071	0.319	-0.636
Si	-12.3	-4.031	21.592	-0.236	-0.251	-0.796
Si	-10.231	-1.612	21.748	0.427	0.265	-0.69
Si	-6.946	1.57	21.68	-0.188	-0.393	-0.61
Si	-9.845	3.66	21.411	0.085	0.26	-0.653
Si	-6.65	6.897	21.938	-0.287	-0.225	-0.666
Si	-9.919	9.111	21.799	0.089	0.152	-0.789
Si	-7.025	-3.946	22.006	-0.134	-0.23	-0.742
Si	-4.726	-1.747	22.092	0.185	0.194	-0.73
Si	-1.18	1.655	21.771	-0.424	-0.546	-0.301
Si	-4.556	3.689	21.84	0.244	0.287	-0.658
Si	-1.668	6.873	21.857	-0.002	-0.12	-0.593
Si	-4.535	-7.049	21.919	0.149	0.228	-0.722
Si	-1.548	-3.931	21.951	-0.093	-0.26	-0.681
Si	4.935	-0.949	-1.484	-0.009	-0.16	0.233
Si	-0.397	3.228	24.106	0.014	-0.1	-0.302
Si	3.401	7.295	25.119	-0.021	0.036	-0.076
Si	12.215	-5.349	-2.675	0.006	0.034	0.155
Si	5.976	-1.302	-6.323	-0.029	0.01	-0.096
Si	6.579	0.165	25.012	-0.053	-0.218	-0.117
Si	10.061	-0.991	-6.879	-0.035	-0.051	-0.024
Si	13.249	-1.308	25.324	0.077	-0.099	-0.17
Si	10.876	-7.477	-6.701	-0.025	-0.008	0.102
Si	13.964	-5.674	24.252	0.071	-0.126	-0.123
Si	9.201	-3.873	25.144	-0.023	0.086	-0.042
Si	8.296	-1.517	-4.289	0.013	-0.007	0.033
Si	10.252	2.597	24.444	0.002	-0.035	-0.135
Si	17.288	-1.34	-6.776	-0.15	0.026	0.105
Si	20.117	6.186	-5.8	0.061	0.04	-0.137
Si	14.05	5.296	23.936	0.063	0.007	-0.066
Si	20.848	-3.851	-2.937	-0.22	0.03	0.266
Si	16.017	-7.158	-6.539	-0.147	0.109	-0.067
Si	18.2	-3.106	-4.249	-0.037	-0.048	-0.052
Si	18.621	-1.024	24.694	0.054	0.106	-0.097
Si	21.493	7.117	-3.593	-0.038	0.039	0.146
Si	22.75	4.529	-6.332	0.023	0.027	-0.059
Si	23.85	-3.333	24.632	0.006	0.167	-0.211
Si	21.331	-2.095	24.291	0.008	-0.067	0.004
Si	29.067	-4.991	25.971	-0.076	0.015	-0.024
Si	25.039	0.565	23.639	0.052	-0.104	-0.055
Si	21.93	6.117	24.576	-0.171	-0.09	-0.151
Si	30.144	0.51	23.553	0.128	-0.029	-0.206
Si	26.043	7.887	-6.711	0.061	0.062	-0.105
Si	31.213	-1.187	25.839	-0.035	-0.037	-0.06
Si	24.619	5.321	23.509	0.018	0.039	-0.146
Si	-31.909	5.038	25.864	0.027	0.026	0.119
Si	31.2	5.682	24.156	-0.083	-0.105	-0.149
Si	-28.903	-2.739	-5.987	0.009	0.022	0.059
Si	31.198	-7.126	-4.415	-0.03	0.053	0.05
Si	31.034	-1.239	-4.628	-0.094	-0.076	0.105
Si	-29.737	0.205	23.581	-0.019	-0.163	-0.106
Si	-23.89	1.237	-2.739	0.041	-0.177	0.13
Si	32.594	0.122	-2.193	-0.082	0.056	0.072
Si	-27.49	-8.007	23.387	-0.079	-0.07	-0.253
Si	-30.259	-6.442	-2.725	0.006	-0.001	0.105
Si	-27.538	-0.287	-6.863	-0.054	-0.028	-0.041
Si	-26.075	-2.7	-6.321	0.064	0.03	0.033
Si	-24.391	4.029	-2.999	-0.085	0.139	0.182
Si	-24.379	5.205	23.862	-0.121	-0.046	-0.182
Si	-22.67	-7.563	-4.036	0.072	0.199	0.048
Si	-24.326	-6.306	-6.131	-0.075	-0.164	0.024
Si	-23.297	-1.685	25.964	-0.132	0.049	-0.099
Si	-22.556	3.378	25.381	0.028	0.09	0.018
Si	-20.887	2.473	-5.417	0.017	0.067	-0.003
Si	-18.048	-6.198	-4.841	0.111	-0.041	-0.095
Si	-17.467	-7.524	25.654	-0.099	0.093	0.047
Si	-20.101	-6.371	25.54	-0.012	-0.048	0.016
Si	-16.076	3.038	-6.92	0.065	-0.088	-0.038
Si	-15.743	5.542	-2.094	-0.057	0.196	0.119
Si	-8.242	2.926	23.772	-0.055	-0.191	-0.13
Si	-11.659	6.667	-5.73	-0.008	0.118	-0.037
Si	-10.912	-2.962	-6.224	-0.015	0.009	0.09
Si	-13.516	-5.574	24.019	0.085	-0.144	-0.121
Si	-9.054	-0.466	-6.77	0.004	0.01	0.037
Si	-11.095	-5.573	25.976	-0.078	-0.02	0.012
Si	-11.636	-0.266	24.054	0.114	0.019	-0.196
Si	-5.986	-0.821	-6.531	-0.054	-0.042	0.031
Si	-7.114	5.279	24.669	0.052	-0.061	-0.05
Si	-5.185	-5.148	-2.657	-0.051	0.002	0.128
Si	-4.499	-4.465	26.203	0.022	0.078	0.059
Si	-2.903	6.012	-4.08	-0.097	-0.061	0.079
Si	-0.085	-2.143	23.911	0.099	-0.01	0.012
Si	-6.804	-7.318	-4.134	-0.03	-0.041	0.028
Si	-0.314	-7.767	24.055	0.09	0.006	-0.041
Si	0.455	-2.525	-5.495	0.035	-0.023	0.005
Si	-4.567	-1.576	25.128	0.058	0.037	-0.045
Si	8.555	3.686	-2.838	-0.206	0.073	0.258
Si	2.536	2.262	-4.545	0.027	0.072	-0.038
Si	3.325	-7.802	-1.768	-0.085	-0.07	-0.031
Si	6.306	-6.318	-5.063	-0.007	-0.083	0.029
Si	-2.761	-5.811	24.17	-0.031	-0.024	-0.162
Si	4.06	-3.453	25.062	0.011	0.03	-0.142
Si	-0.804	7.885	-2.805	-0.028	-0.039	0.141
Si	10.589	6.13	-5.261	-0.016	0.127	0.047
Si	7.106	7.375	-6.664	-0.013	0.182	-0.095
Si	15.33	6.19	-6.623	0.056	0.023	-0.018
Si	7.212	3.195	24.936	0.069	0.026	0.079
Si	13.983	-2.783	-2.127	-0.112	-0.005	0.146
Si	3.942	-0.282	-4.328	0.044	0.036	0.096
Si	17.79	3.772	24.299	-0.042	0.131	-0.054
Si	13.5	5.222	-4.536	0.054	-0.01	0.066
Si	21.28	-6.52	-2.035	0.044	0.007	-0.051
Si	12.098	-3.976	26.073	0.017	0.004	0.022
Si	12.612	0.871	-6.764	-0.024	0.08	-0.004
Si	16.843	1.646	-6.323	0.141	0.048	-0.163
Si	18.739	2.733	-1.754	-0.007	-0.054	-0.044
Si	20.337	-8.08	25.85	-0.083	0.043	0.027
Si	17.799	4.462	-6.516	0.013	-0.1	-0.032
Si	18.311	-6.036	-4.684	-0.034	0.015	0.179
Si	23.93	1.708	-5.863	-0.117	0.104	0.044
Si	19.728	1.737	24.364	-0.099	-0.131	-0.064
Si	27.735	4.092	-3.134	-0.02	-0.035	0.234
Si	19.328	-5.899	24.134	-0.124	0.067	0.095
Si	27.294	-5.272	23.78	0.051	0.049	-0.239
Si	27.305	-6.658	-3.089	0.14	0.001	0.133
Si	31.029	-4.127	-4.619	0.019	-0.077	0.161
Si	26.874	2.669	-5.467	0.015	-0.062	0
Si	-32.327	3.378	-5.401	0.074	-0.059	-0.067
Si	21.121	4.601	-1.9	-0.203	-0.092	0.102
Si	24.671	-6.375	24.434	0.063	0.067	-0.074
Si	24.461	-0.835	-4.777	-0.015	-0.087	0.076
Si	31.91	6.706	-2.822	0.083	0.068	0.02
Si	-27.552	1.416	-4.457	0.076	0.006	-0.032
Si	-30.467	2.458	25.141	-0.034	-0.02	0.044
Si	-26.672	4.318	-4.522	-0.06	-0.07	-0.026
Si	-29.468	7.193	-5.932	0.122	0.005	0.008
Si	-26.596	-8.115	-5.744	0.062	0.007	0.149
Si	-31.356	-4.72	25.717	0.027	-0.052	-0.059
Si	-30.142	0.331	-3.649	-0.014	-0.136	0.114
Si	-27.771	3.83	25.818	0.043	0.014	-0.049
Si	-26.566	6.43	25.567	0.005	-0.008	0.064
Si	-20.448	-6.002	-3.166	-0.041	-0.09	0.055
Si	-29.478	-5.633	23.566	-0.027	0.034	-0.278
Si	-23.953	-5.141	23.002	0.103	-0.086	-0.082
Si	-24.503	0.05	23.592	0.094	0.132	-0.179
Si	-20.219	-1.01	26.118	0.099	0.032	0.033
Si	-19.413	-3.681	25.894	-0.053	0.019	-0.063
Si	-15.907	-4.943	-6.358	0.016	-0.028	0.145
Si	-24.873	-4.173	25.464	0.004	0.027	0.051
Si	-19.971	1.966	25.868	-0.021	0.163	0.161
Si	-15.278	4.485	24.429	-0.112	-0.002	0.044
Si	-16.49	7.168	23.427	-0.077	-0.083	-0.107
Si	-8.195	3.837	-2.943	-0.084	-0.039	0.085
Si	-12.567	5.592	24.84	0.078	0.157	-0.105
Si	-14.733	-3.636	25.815	0.024	-0.047	0.146
Si	-8.634	0.915	-3.951	0.054	0.045	-0.074
Si	-14.112	7.057	-4.01	0.003	-0.092	0.139
Si	-9.165	5.438	-5.229	0.09	0.104	-0.033
Si	-9.745	4.331	25.577	-0.018	-0.089	-0.105
Si	-8.751	-5.501	24.185	0.046	0.137	-0.162
Si	-9.362	-7.954	-5.505	-0.085	-0.079	0.047
Si	-12.696	-1.125	-4.523	0.011	0.103	-0.177
Si	-2.957	5.075	24.001	-0.046	-0.09	-0.028
Si	-2.123	-5.529	-2.646	0.053	-0.073	0.123
Si	-1.325	1.163	-3.321	0.027	0.028	-0.094
Si	1.269	-3.821	25.983	0.012	-0.032	-0.073
Si	0.298	2.215	-6.614	-0.015	-0.032	0.047
Si	1.761	4.998	-4.766	-0.001	0.011	0.003
Si	1.03	-0.943	-3.234	-0.089	0.132	0.332
Si	-2.118	-3.49	-4.721	-0.046	0.104	0.115
Si	-6.119	-5.821	-6.605	-0.047	0.135	0.119
Si	2.045	7.778	-4.179	-0.09	-0.07	-0.084
Si	1.862	6.95	-6.907	-0.094	0.011	0.044
Si	3.208	-6.026	26.09	-0.002	-0.036	0.003
Si	0.673	3.307	-2.614	0.084	0.041	-0.013
Si	8.15	-8.051	24.443	-0.189	-0.126	-0.182
Si	9.034	-5.228	-6.012	-0.069	-0.057	0.076
Si	10.093	-3.567	-3.733	-0.059	-0.036	0.152
Si	8.159	4.635	-5.718	-0.003	-0.162	-0.032
Si	5.644	-5.798	-1.932	0.03	0.133	-0.111
Si	11.635	-1.315	-2.453	-0.144	0.103	0.251
Si	12.989	5.934	-1.73	0.011	-0.066	0.217
Si	10.175	6.232	-2.512	0	-0.039	0.089
Si	13.319	-6.15	-5.4	0.013	0.07	0.087
Si	16.54	-1.464	-2.423	-0.026	0.079	0.158
Si	9.368	0.756	-2.526	0.118	-0.092	0.166
Si	14.329	2.245	-4.629	-0.12	-0.02	0.091
Si	16.018	1.451	-2.433	0.07	0.139	0.109
Si	15.226	2.324	24.271	-0.078	0.051	-0.046
Si	28.696	-7.114	-5.662	-0.058	0.062	0.046
Si	18.643	-7.406	-1.85	0.005	-0.15	-0.077
Si	25.504	-4.256	-3.16	-0.093	0.135	0.076
Si	22.979	-3.425	-4.696	-0.114	-0.037	-0.073
Si	22.415	0.812	24.737	0.05	-0.167	-0.059
Si	24.13	6.773	-4.794	0.021	-0.117	-0.053
Si	26.051	5.099	25.951	0.027	-0.08	0.073
Si	21	-5.412	-6.338	0.071	0.015	-0.104
Si	26.744	-1.675	-3.145	-0.039	0.058	0.062
Si	28.352	-0.11	-5.335	-0.077	0.005	-0.123
Si	29.527	3.449	24.031	0.002	-0.066	-0.112
Si	30.352	4.705	-4.467	0.037	0.018	-0.067
Si	28.891	5.335	25.966	0.116	-0.088	-0.078
Si	26.286	6.685	-2.789	-0.103	0.02	0.157
Si	25.473	-1.235	26.192	-0.092	-0.122	-0.105
Si	-29.521	-2.513	-3.007	0.069	-0.064	0.19
Si	-31.145	0.774	-6.395	-0.043	0.048	-0.043
Si	-28.775	6.138	-3.13	0.007	0.116	0.113
Si	-31.254	4.589	-2.951	-0.123	0.002	0.044
Si	-31.358	-6.926	-5.659	-0.021	0.09	0.057
Si	-27.05	-6.547	-3.057	0.055	-0.121	-0.051
Si	31.359	-4.069	24.394	-0.109	0.088	-0.08
Si	-26.604	0.178	-2.066	-0.067	-0.067	0.109
Si	-25.287	1.879	25.65	0.067	-0.013	-0.006
Si	-25.253	-4.241	-4.056	-0.09	-0.048	0.098
Si	-32.052	-3.867	-2.839	-0.167	-0.111	0.07
Si	-18.293	-2.355	-4.937	0.005	0.097	-0.004
Si	-23.155	0.319	-5.42	0.038	0.045	0.08
Si	-14.299	0.453	-6.609	0.058	0.002	0.104
Si	-22.167	6.128	-2.763	0.092	0.067	0.017
Si	-22.925	-4.991	-2.571	-0.011	-0.018	-0.069
Si	-21.888	-7.251	23.546	-0.055	-0.103	-0.105
Si	-15.586	-1.239	-4.662	-0.018	0.078	0.021
Si	-14.525	-1.09	24.348	0.105	-0.052	-0.062
Si	-17.377	4.567	-4.429	-0.024	0.053	-0.054
Si	-20.168	4.184	-3.155	0.125	0.074	0.088
Si	-12.755	-7.477	-2.182	0.085	-0.019	0.242
Si	-18.576	-2.465	-1.977	0.107	-0.071	0.122
Si	-16.309	-0.292	-1.98	0.094	0.053	0.058
Si	-6.469	-3.377	-4.679	-0.016	-0.119	0.021
Si	-2.127	3.344	-5.229	-0.116	0.054	-0.033
Si	-17.02	7.392	-5.21	-0.031	0.084	0
Si	-8.524	-3.371	-2.437	0.011	0.01	0.098
Si	-10.568	-5.452	-1.928	0.001	-0.025	0.053
Si	-11.123	0.219	-2.149	0.001	0.016	-0.009
Si	-5.623	0.465	-3.971	-0.025	0.137	0.041
Si	-5.595	2.844	-2.182	0.086	-0.063	0.201
Si	-3.566	5.272	-6.865	0.019	-0.19	-0.025
Si	-5.162	7.232	-2.271	0.14	0.202	0.125
Si	-3.272	-1.161	-2.786	0.056	-0.035	-0.04
Si	-1.746	-0.578	25.936	0.05	-0.096	-0.049
Si	1.402	-1.427	5.632	0.005	0.016	-0.007
Si	4.091	1.326	5.681	-0.019	0	0.012
Si	1.431	4.033	5.587	-0.006	-0.003	-0.012
Si	4.081	6.801	5.596	0.041	0.023	-0.01
Si	1.38	9.512	5.524	-0.017	-0.017	-0.021
Si	3.999	-4.106	5.655	-0.022	-0.01	-0.02
Si	6.671	-1.316	5.748	-0.01	0.027	-0.018
Si	9.432	1.423	5.747	-0.001	0.012	-0.006
Si	6.754	4.071	5.673	-0.001	-0.018	-0.032
Si	9.418	6.786	5.743	0.037	0.025	-0.007
Si	6.747	-6.846	5.692	0.021	-0.003	0
Si	9.418	-4.094	5.837	0.002	-0.012	0.026
Si	12.125	-1.305	5.826	0.003	0.011	0.005
Si	14.836	1.383	5.793	-0.009	-0.025	-0.007
Si	12.085	4.115	5.725	-0.009	0.013	-0.023
Si	14.796	6.855	5.776	0.001	0.02	0.011
Si	12.126	-6.794	5.821	0.005	-0.019	0.01
Si	14.859	-4.065	5.77	0	0.006	-0.018
Si	17.516	-1.336	5.744	0	0.006	0.001
Si	20.236	1.435	5.66	-0.011	-0.017	0.002
Si	17.591	4.143	5.686	-0.005	-0.014	0.001
Si	20.249	6.841	5.519	-0.011	-0.023	-0.015
Si	17.517	-6.764	5.69	-0.006	-0.004	-0.006
Si	20.271	-4.091	5.626	0.001	-0.024	0.009
Si	22.957	-1.334	5.56	-0.001	-0.024	0.027
Si	25.722	1.426	5.401	-0.021	-0.03	0.008
Si	22.978	4.168	5.517	0.006	-0.016	-0.01
Si	25.688	6.909	5.334	-0.008	-0.004	-0.021
Si	22.979	-6.817	5.408	0.013	-0.015	-0.028
Si	25.726	-4.054	5.387	0.021	-0.01	-0.005
Si	28.437	-1.343	5.316	-0.002	-0.017	0.005
Si	31.206	1.388	5.222	-0.029	0.013	-0.015
Si	28.461	4.122	5.24	-0.008	-0.013	-0.009
Si	31.211	6.855	5.165	0.02	0.006	-0.011
Si	28.459	-6.73	5.235	0.018	0.032	-0.019
Si	31.169	-4.017	5.17	-0.018	0.042	-0.019
Si	33.917	-1.348	5.157	-0.01	0.003	-0.014
Si	36.734	1.395	5.148	-0.02	-0.011	-0.005
Si	33.962	4.118	5.197	0.005	0.002	0.004
Si	-28.542	6.837	5.137	0.005	0.014	-0.011
Si	33.964	-6.82	5.157	0.022	-0.007	-0.012
Si	-28.581	-4.084	5.201	-0.017	-0.007	0.011
Si	-25.816	-1.361	5.201	-0.011	-0.017	-0.003
Si	-23.03	1.373	5.215	-0.01	0.01	-0.003
Si	-25.785	4.069	5.143	0.013	-0.018	-0.013
Si	-23.023	6.77	5.175	-0.002	-0.027	-0.014
Si	-25.794	-6.824	5.171	0.011	0.011	-0.015
Si	-23.059	-4.075	5.209	0.012	0.019	0.003
Si	-20.277	-1.4	5.25	0.009	-0.01	0.003
Si	-17.521	1.329	5.292	-0.012	-0.003	0.003
Si	-20.297	4.07	5.244	0	-0.002	-0.002
Si	-17.524	6.795	5.292	-0.015	0.001	-0.011
Si	-20.283	-6.855	5.237	0.006	-0.014	-0.012
Si	-17.556	-4.121	5.334	-0.004	0.013	-0.006
Si	-14.781	-1.407	5.406	0.011	0.017	0.005
Si	-12.042	1.348	5.397	-0.003	0.01	-0.006
Si	-14.791	4.053	5.323	-0.005	-0.006	0.004
Si	-12.077	6.757	5.403	-0.004	0.008	-0.012
Si	-14.793	-6.829	5.363	-0.002	0.008	-0.005
Si	-12.043	12.21	5.37	-0.02	0.013	-0.015
Si	-9.354	-1.404	5.409	-0.003	0.024	-0.015
Si	-6.707	1.283	5.48	-0.004	0.009	-0.01
Si	-9.333	3.989	5.43	0.01	-0.003	-0.016
Si	-6.616	6.711	5.487	0.005	0.018	0.003
Si	-9.357	9.45	5.462	-0.004	-0.004	-0.009
Si	-6.649	12.194	5.499	0.013	0.003	-0.013
Si	-3.996	-1.474	5.503	0	0.002	-0.004
Si	-1.271	1.288	5.61	-0.002	0	0.025
Si	-3.971	3.999	5.562	0.013	0.009	-0.006
Si	-1.257	6.745	5.584	-0.026	-0.013	0.009
Si	-3.932	-6.905	5.517	0.019	-0.005	-0.002
Si	-1.269	-4.165	5.538	0.026	-0.013	-0.013
Si	2.716	-0.037	7.02	0.006	-0.001	-0.002
Si	5.421	2.703	7.053	0.002	-0.015	-0.007
Si	2.732	5.428	6.975	-0.033	0.006	-0.011
Si	5.398	-8.202	7.048	0.021	-0.012	-0.003
Si	2.67	-5.479	7.004	0.003	0.022	-0.013
Si	5.34	-2.737	7.061	-0.004	0.011	-0.012
Si	8.073	0.029	7.092	0.001	0.001	-0.018
Si	10.758	2.776	7.13	-0.018	0.002	-0.009
Si	8.075	5.418	7.091	0.015	0.002	-0.007
Si	10.759	-8.173	7.13	-0.015	0.008	-0.001
Si	8.048	-5.477	7.122	0.014	-0.008	-0.004
Si	10.779	-2.703	7.157	-0.002	0.006	-0.016
Si	13.503	0.026	7.167	0.008	-0.005	0.001
Si	16.221	2.782	7.065	-0.003	0.018	-0.017
Si	13.457	5.455	7.101	0.018	0.006	-0.015
Si	16.196	-8.12	7.087	-0.006	-0.005	0
Si	13.499	-5.419	7.135	0.011	-0.018	-0.013
Si	16.198	-2.698	7.121	0.011	0.005	-0.005
Si	18.907	0.053	7.028	-0.008	0.014	-0.009
Si	21.663	2.794	6.925	0.016	-0.002	-0.005
Si	18.959	5.505	6.99	-0.002	-0.011	-0.004
Si	21.653	-8.138	6.849	0.007	0.001	-0.01
Si	18.905	-5.41	7.011	-0.013	0.038	-0.002
Si	21.644	-2.707	6.938	0.006	0.007	0.001
Si	24.385	0.058	6.804	0.004	0.007	-0.009
Si	27.133	2.791	6.686	-0.002	0	-0.005
Si	24.388	5.543	6.78	-0.025	0.015	-0.002
Si	27.108	-8.071	6.648	-0.022	0.012	-0.003
Si	24.373	-5.437	6.743	0.017	0.007	-0.016
Si	27.102	-2.685	6.713	-0.011	0.025	0.009
Si	29.851	0.038	6.607	0.002	-0.014	0.002
Si	32.604	2.747	6.551	0.031	-0.02	-0.001
Si	29.86	5.492	6.559	0.003	-0.001	-0.008
Si	32.602	-8.147	6.54	0.004	-0.009	0.013
Si	29.855	-5.387	6.577	0.021	-0.024	0.008
Si	32.566	-2.689	6.54	-0.001	0.008	0.009
Si	35.331	0.026	6.481	-0.009	0.002	-0.009
Si	-27.168	2.732	6.511	0.004	0.006	-0.002
Si	-29.922	5.487	6.508	-0.025	0.006	0.005
Si	-27.176	-8.157	6.522	0.006	-0.008	0.011
Si	-29.959	-5.446	6.525	-0.005	0.029	0.005
Si	-27.194	-2.721	6.535	0.002	-0.001	0.008
Si	-24.422	-0.003	6.535	0.019	-0.008	-0.008
Si	-21.679	2.722	6.583	-0.006	0.005	0.008
Si	-24.422	5.427	6.511	-0.001	0.003	0.004
Si	-21.674	-8.202	6.561	0.016	-0.002	0.004
Si	-24.432	-5.455	6.529	0.003	-0.003	-0.007
Si	-21.683	-2.737	6.578	-0.018	0.018	0.003
Si	-18.92	-0.033	6.611	-0.01	0.008	-0.013
Si	-16.172	2.685	6.657	0.003	-0.003	0.003
Si	-18.919	5.417	6.599	-0.003	-0.006	0
Si	-16.184	-8.188	6.681	0	-0.001	-0.001
Si	-18.949	-5.49	6.628	0.009	0.009	-0.003
Si	-16.183	-2.778	6.697	0.009	-0.02	-0.004
Si	-13.43	-0.023	6.731	-0.012	-0.007	0.002
Si	-10.717	2.672	6.797	-0.002	-0.008	0.006
Si	-13.458	5.393	6.722	0.007	-0.013	0.001
Si	-10.74	8.1	6.791	-0.011	0.011	0.001
Si	-13.433	10.849	6.712	-0.004	-0.011	-0.008
Si	-10.723	-2.761	6.763	-0.005	-0.003	-0.001
Si	-8.049	-0.069	6.838	0.01	0.005	0.005
Si	-5.352	2.632	6.878	-0.005	-0.009	-0.007
Si	-8.005	5.355	6.818	0.002	-0.027	-0.005
Si	-5.317	8.091	6.883	-0.012	0	-0.003
Si	-8.02	10.819	6.828	-0.014	0.009	0.005
Si	-5.326	-2.795	6.904	-0.006	-0.001	0.007
Si	-2.675	-0.079	6.91	-0.003	0.015	-0.015
Si	0.071	2.672	6.968	0.012	-0.034	-0.01
Si	-2.635	5.382	6.93	0.005	0.001	-0.011
Si	0.059	8.143	6.94	-0.032	0.018	-0.001
Si	-2.609	-5.535	6.908	0.014	-0.034	-0.008
Si	0.027	-2.789	6.963	0.002	0.001	-0.005
Si	1.376	1.329	8.383	0.004	0.015	0.012
Si	4.054	4.074	8.392	0.019	0.004	-0.006
Si	1.377	6.781	8.346	0.015	0.004	-0.006
Si	4.039	-6.818	8.39	-0.001	0.004	-0.006
Si	1.344	-4.12	8.387	-0.03	-0.027	0.016
Si	4.025	-1.377	8.44	-0.013	-0.003	0.007
Si	6.74	1.371	8.473	0.021	0.03	0.016
Si	9.413	4.103	8.502	0.006	-0.006	0.016
Si	6.732	6.784	8.453	-0.009	0.001	-0.003
Si	9.417	-6.81	8.491	-0.01	-0.005	0.008
Si	6.704	-4.081	8.447	0.008	-0.004	-0.011
Si	9.412	-1.335	8.481	-0.001	-0.015	-0.006
Si	12.129	1.403	8.48	0.023	0.005	-0.013
Si	14.852	4.112	8.439	0.004	-0.005	-0.005
Si	12.124	6.806	8.486	-0.012	-0.016	0.009
Si	14.861	-6.774	8.474	0.025	0.022	0.007
Si	12.143	-4.067	8.498	0.01	0.013	0
Si	14.852	-1.349	8.493	-0.021	-0.027	0.004
Si	17.569	1.401	8.407	-0.004	-0.032	-0.005
Si	20.319	4.128	8.318	0.003	0.016	0.008
Si	17.584	6.821	8.382	-0.01	-0.017	0.002
Si	20.313	-6.797	8.273	-0.011	-0.017	-0.006
Si	17.59	-4.058	8.418	0.007	0.008	0.011
Si	20.305	-1.331	8.314	-0.008	-0.01	-0.005
Si	23.05	1.404	8.21	0.001	-0.005	0
Si	25.78	4.145	8.074	0.004	-0.007	-0.003
Si	23.035	6.844	8.196	0.012	-0.007	0.01
Si	25.773	-6.762	8.083	-0.015	-0.013	0.007
Si	23.061	-4.085	8.188	0	0.012	0
Si	25.774	-1.321	8.104	0	-0.005	0.009
Si	28.513	1.402	7.996	-0.011	-0.005	-0.003
Si	31.245	4.125	7.906	-0.003	0.003	-0.008
Si	28.507	6.852	7.952	0.002	-0.017	-0.014
Si	31.249	-6.762	7.902	0.008	0.014	-0.003
Si	28.517	-4.05	7.999	-0.009	0.002	0.008
Si	31.245	-1.318	7.933	0.017	0.017	0.011
Si	33.994	1.387	7.874	-0.005	0.017	0.01
Si	-28.543	4.11	7.848	0.011	0.001	-0.003
Si	33.992	6.827	7.884	0.011	0.001	0.005
Si	-28.55	-6.786	7.865	0.001	0	-0.001
Si	33.96	-4.064	7.87	-0.02	-0.029	-0.002
Si	-28.578	-1.341	7.847	-0.018	-0.023	-0.004
Si	-25.806	1.363	7.865	-0.011	-0.009	0.003
Si	-23.068	4.085	7.897	0.003	-0.016	0.009
Si	-25.799	6.796	7.858	0	-0.002	-0.005
Si	-23.06	-6.819	7.879	-0.009	0.01	-0.006
Si	-25.805	-4.083	7.868	0.019	0.017	0
Si	-23.059	-1.36	7.898	0.017	0.014	0.008
Si	-20.313	1.342	7.924	0.003	-0.005	-0.002
Si	-17.572	4.047	7.967	0.002	-0.009	-0.002
Si	-20.307	6.775	7.928	-0.007	-0.001	-0.005
Si	-17.576	-6.831	7.995	-0.005	0.007	0.001
Si	-20.329	-4.109	7.938	-0.02	-0.01	-0.003
Si	-17.572	-1.392	7.991	0.001	0.012	-0.005
Si	-14.829	1.33	8.043	0.017	0.016	0.002
Si	-12.112	4.038	8.105	-0.003	0.008	0
Si	-14.844	6.755	8.042	-0.014	0	0.005
Si	-12.115	9.474	8.102	-0.002	0.001	0.009
Si	-14.828	-4.137	8.053	-0.009	0.015	0.009
Si	-12.106	-1.408	8.102	0	0.002	-0.001
Si	-9.408	1.297	8.181	-0.016	-0.011	0.01
Si	-6.698	4.007	8.232	-0.004	0.007	0.004
Si	-9.394	6.725	8.151	0.001	0.004	-0.007
Si	-6.695	9.455	8.219	0.009	-0.005	-0.003
Si	-9.396	-4.13	8.154	0.005	0	-0.006
Si	-6.698	-1.415	8.224	0.013	0.012	0.002
Si	-4.018	1.289	8.276	-0.012	-0.024	0.003
Si	-1.306	4.031	8.321	-0.012	-0.001	0.004
Si	-3.995	6.743	8.286	0.014	0.017	0.01
Si	-1.297	-6.853	8.334	0.011	0.011	0.009
Si	-3.984	-4.166	8.263	-0.004	0.014	-0.007
Si	-1.328	-1.414	8.314	0	0.004	-0.005
Si	0.001	-0.043	9.717	-0.002	0.02	-0.01
Si	2.707	2.705	9.765	-0.013	-0.01	-0.014
Si	0.015	5.413	9.709	-0.011	0.002	-0.011
Si	2.697	-8.182	9.76	-0.003	-0.01	0.002
Si	0.001	-5.482	9.744	-0.007	-0.002	0.008
Si	2.673	-2.747	9.784	0.007	0.009	-0.004
Si	5.381	-0.012	9.815	0.005	-0.023	-0.008
Si	8.076	2.727	9.856	0.007	-0.005	0.008
Si	5.379	5.422	9.806	0.005	-0.007	0
Si	8.07	-8.172	9.843	0.015	-0.001	0.003
Si	5.363	-5.454	9.802	-0.008	0.006	-0.006
Si	8.066	-2.724	9.826	-0.008	0.002	-0.007
Si	10.785	0.021	9.838	-0.006	0.012	-0.002
Si	13.509	2.75	9.822	0.001	0.008	0
Si	10.778	5.456	9.859	-0.002	0.004	0.005
Si	13.499	-8.145	9.824	0.007	-0.008	-0.008
Si	10.782	-5.44	9.843	-0.006	0.001	-0.006
Si	13.503	-2.709	9.85	0.018	0.015	0.004
Si	16.233	0.035	9.791	0.003	0.016	-0.001
Si	18.968	2.766	9.706	-0.009	0.012	-0.002
Si	16.231	5.471	9.769	0.002	-0.001	-0.001
Si	18.973	-8.133	9.688	0.001	0	0
Si	16.238	-5.411	9.794	-0.006	0.002	0.004
Si	18.969	-2.676	9.714	-0.007	0.01	0.004
Si	21.704	0.046	9.605	0.018	0.005	-0.007
Si	24.447	2.786	9.492	-0.003	-0.005	-0.001
Si	21.71	5.492	9.614	0.007	-0.008	0.008
Si	24.436	-8.111	9.488	-0.01	0.007	0.002
Si	21.702	-5.421	9.582	0.006	0.003	-0.003
Si	24.437	-2.688	9.491	0.01	-0.001	0.002
Si	27.173	0.053	9.398	-0.01	0.003	0
Si	29.91	2.77	9.305	-0.003	0.004	0.002
Si	27.181	5.505	9.378	-0.009	0.007	-0.001
Si	29.898	-8.113	9.29	0.007	0.009	-0.001
Si	27.168	-5.392	9.392	-0.006	0.007	0.001
Si	29.903	-2.675	9.318	0.003	-0.004	0.007
Si	32.64	0.04	9.256	0.007	-0.017	0.007
Si	-29.908	2.752	9.21	-0.009	-0.02	0.001
Si	32.634	5.474	9.249	0.016	-0.006	0.008
Si	-29.909	-8.137	9.228	-0.012	-0.002	0.012
Si	32.627	-5.414	9.258	0.001	0.011	0.014
Si	-29.927	-2.706	9.209	-0.008	0.016	0.001
Si	-27.19	0.005	9.2	-0.002	0.003	-0.002
Si	-24.442	2.72	9.225	0.006	0.011	0.012
Si	-27.173	5.454	9.212	0.005	0.001	0.004
Si	-24.439	-8.165	9.222	0.006	-0.005	0.008
Si	-27.174	-5.433	9.218	-0.003	0.008	0.005
Si	-24.438	-2.729	9.223	-0.001	-0.01	0.004
Si	-21.694	-0.011	9.258	-0.008	-0.001	0.006
Si	-18.955	2.689	9.294	-0.004	-0.005	0.005
Si	-21.699	5.432	9.257	0.007	0.003	0.007
Si	-18.959	-8.199	9.306	-0.002	-0.006	0.002
Si	-21.708	-5.47	9.259	0.011	0.002	0.014
Si	-18.96	-2.759	9.305	0.003	0.001	0.006
Si	-16.215	-0.044	9.36	-0.008	0	0.004
Si	-13.493	2.674	9.43	-0.007	-0.012	0.01
Si	-16.23	5.39	9.355	-0.006	-0.01	0.006
Si	-13.496	8.102	9.42	-0.005	0.006	0.001
Si	-16.217	-5.498	9.371	0.008	-0.01	0.004
Si	-13.487	-2.779	9.425	-0.004	-0.009	0
Si	-10.78	-0.066	9.505	0.009	0.01	0.013
Si	-8.077	2.652	9.57	0.004	-0.012	0.006
Si	-10.778	5.381	9.497	-0.009	-0.016	0.002
Si	-8.071	8.084	9.549	-0.011	0.005	-0.005
Si	-10.771	-5.501	9.485	-0.004	0.01	0.001
Si	-8.067	-2.783	9.553	0.005	0.007	0
Si	-5.381	-0.062	9.63	-0.002	0.004	0.003
Si	-2.683	2.665	9.664	0.009	-0.012	-0.012
Si	-5.373	5.375	9.623	-0.004	-0.011	-0.003
Si	-2.671	8.107	9.679	-0.001	0	0
Si	-5.363	-5.51	9.614	0.007	-0.006	0.004
Si	-2.683	-2.784	9.667	0.003	-0.01	-0.005
Si	1.326	-1.377	11.14	-0.015	-0.011	0.003
Si	4.032	1.356	11.174	0.008	0.029	0.005
Si	1.344	4.068	11.118	0.009	0	0.002
Si	4.035	-9.524	11.162	0.01	-0.006	-0.01
Si	1.343	-6.826	11.132	0.001	0.015	0.003
Si	4.024	-4.088	11.173	-0.014	0.004	0
Si	6.726	-1.367	11.2	0.006	0.01	0.007
Si	9.439	1.372	11.213	-0.011	0.014	-0.004
Si	6.721	4.087	11.208	-0.002	-0.005	0.003
Si	9.431	-9.506	11.225	0.005	-0.005	0.009
Si	6.722	-6.794	11.191	0.004	-0.005	-0.007
Si	9.43	-4.073	11.202	0.005	0.006	0
Si	12.148	-1.342	11.199	0.008	-0.028	-0.002
Si	14.875	1.381	11.164	0	-0.02	-0.006
Si	12.153	4.096	11.198	0.003	-0.002	-0.003
Si	14.876	-9.506	11.155	0.013	-0.003	0.005
Si	12.149	-6.792	11.202	0.003	-0.001	0.002
Si	14.885	-4.067	11.177	-0.003	-0.004	0.005
Si	17.615	-1.335	11.104	-0.002	0	-0.005
Si	20.357	1.387	11.011	-0.005	-0.018	0.001
Si	17.606	4.099	11.096	-0.012	-0.011	-0.001
Si	20.353	-9.497	11.01	0.005	-0.015	0.002
Si	17.624	-6.792	11.085	0.006	0.011	-0.003
Si	20.365	-4.064	10.985	-0.01	0.014	-0.001
Si	23.095	-1.339	10.893	-0.008	-0.014	0.001
Si	25.835	1.406	10.794	0.005	0	0
Si	23.094	4.108	10.908	0	0.01	0.004
Si	25.831	-9.483	10.786	-0.011	-0.003	0.003
Si	23.092	-6.78	10.896	0.022	-0.018	0.004
Si	25.838	-4.042	10.8	0.008	0.004	0.007
Si	28.565	-1.316	10.709	-0.009	0.007	0.003
Si	31.298	1.408	10.634	0.015	0.008	0
Si	28.569	4.128	10.693	0.006	-0.014	-0.006
Si	31.293	-9.472	10.623	-0.007	-0.016	-0.006
Si	28.56	-6.763	10.697	-0.019	-0.002	0.003
Si	31.293	-4.043	10.637	0.004	-0.008	0.003
Si	34.019	-1.332	10.582	-0.009	0.002	-0.003
Si	-28.538	1.383	10.553	0.005	0.015	0.001
Si	-31.262	4.112	10.582	-0.004	0.003	0.002
Si	-28.529	-9.496	10.569	0.002	0.003	-0.006
Si	-31.259	-6.77	10.591	0.01	-0.003	-0.002
Si	-28.539	-4.061	10.557	0.002	0	-0.007
Si	-25.819	-1.361	10.549	0.001	-0.006	-0.001
Si	-23.073	1.364	10.579	0.007	-0.004	0.006
Si	-25.805	4.096	10.564	-0.004	-0.016	0.003
Si	-23.069	-9.512	10.585	0.008	-0.006	0.005
Si	-25.804	-6.796	10.57	0.001	0.003	0
Si	-23.081	-4.096	10.585	-0.006	0.011	0.001
Si	-20.342	-1.381	10.62	-0.012	0.02	-0.007
Si	-17.606	1.326	10.667	0.003	0.004	-0.009
Si	-20.337	4.068	10.608	-0.004	-0.009	-0.003
Si	-17.611	-9.564	10.673	-0.005	0.003	-0.005
Si	-20.343	-6.828	10.62	-0.002	0.007	-0.004
Si	-17.604	-4.125	10.675	0.002	0.006	-0.004
Si	-14.877	-1.417	10.738	0.007	0	0.002
Si	-12.163	1.305	10.815	-0.005	-0.005	-0.003
Si	-14.887	4.036	10.74	0	0.003	-0.004
Si	-12.168	6.743	10.815	-0.002	0.022	0.001
Si	-14.878	9.452	10.747	-0.015	-0.004	0.002
Si	-12.155	-4.147	10.811	0	0.007	0.002
Si	-9.442	-1.425	10.888	-0.002	-0.017	-0.007
Si	-6.753	1.299	10.969	0.001	0.009	0.003
Si	-9.459	4.018	10.895	-0.006	-0.002	-0.004
Si	-6.752	6.736	10.962	-0.002	0.014	0.001
Si	-9.453	9.446	10.878	0.006	-0.002	0.001
Si	-6.74	-4.142	10.945	-0.003	0.005	-0.007
Si	-4.054	-1.425	11.017	-0.008	0.012	0
Si	-1.356	1.321	11.072	-0.004	-0.005	0.003
Si	-4.049	4.024	11.024	-0.001	0.014	0.01
Si	-1.345	6.763	11.081	-0.002	0.003	0.007
Si	-4.042	9.466	11.026	0.013	-0.009	0.005
Si	-1.362	-4.116	11.089	0.01	-0.009	0.006
Si	2.673	-0.012	12.532	-0.002	0.005	-0.012
Si	5.37	2.718	12.565	0.006	-0.012	0.002
Si	2.669	5.44	12.517	0.001	-0.002	-0.002
Si	5.376	-8.161	12.552	-0.007	0.001	-0.002
Si	2.669	-5.453	12.525	-0.005	-0.012	-0.004
Si	5.375	-2.735	12.566	-0.007	-0.009	0
Si	8.088	-0.003	12.563	0.011	-0.007	-0.007
Si	10.804	2.733	12.568	0.011	-0.004	0
Si	8.072	5.452	12.579	0.003	-0.002	0.001
Si	10.797	-8.146	12.584	-0.015	0.003	0
Si	8.08	-5.438	12.572	-0.007	-0.009	-0.008
Si	10.8	-2.715	12.562	-0.005	0.018	-0.002
Si	13.531	0.014	12.539	0	0.029	0.003
Si	16.254	2.746	12.492	0.003	-0.001	-0.005
Si	13.518	5.462	12.54	-0.005	-0.008	-0.006
Si	16.266	-8.142	12.471	-0.009	0.001	-0.006
Si	13.526	-5.427	12.542	0.024	0.014	-0.001
Si	16.266	-2.692	12.49	0.01	0.014	0.005
Si	19.006	0.032	12.408	-0.009	0.008	-0.001
Si	21.748	2.757	12.318	0.022	0.012	0.002
Si	19.001	5.465	12.401	-0.015	-0.004	-0.003
Si	21.752	-8.126	12.305	-0.011	0.011	0.008
Si	19.009	-5.408	12.376	0.004	-0.004	-0.011
Si	21.75	-2.69	12.292	0.009	0	-0.002
Si	24.492	0.043	12.184	0.003	0.013	-0.009
Si	27.234	2.775	12.094	-0.007	0.013	-0.001
Si	24.493	5.486	12.19	0.014	-0.003	-0.007
Si	27.217	-8.11	12.096	-0.006	-0.011	-0.006
Si	24.49	-5.402	12.183	-0.02	0.011	-0.013
Si	27.227	-2.664	12.108	-0.005	-0.007	-0.002
Si	29.955	0.056	12.02	-0.004	-0.016	-0.002
Si	32.683	2.763	11.971	0.006	-0.001	0.01
Si	29.961	5.491	12.011	0.001	0.012	0
Si	32.674	-8.117	11.97	0.006	0.013	0.006
Si	29.946	-5.392	12.017	-0.006	0.001	-0.002
Si	32.683	-2.682	11.964	0.006	0.01	0.005
Si	35.4	0.021	11.924	-0.008	-0.011	0.001
Si	-27.176	2.742	11.903	0.001	-0.02	0.003
Si	-29.891	5.474	11.926	0.002	-0.008	-0.001
Si	-27.164	-8.143	11.931	-0.003	-0.009	0.003
Si	-29.873	-5.42	11.931	-0.008	0.013	0.002
Si	-27.167	-2.717	11.918	-0.009	-0.001	-0.002
Si	-24.453	-0.002	11.894	-0.008	0.003	-0.002
Si	-21.717	2.726	11.94	0.017	0.016	0.007
Si	-24.442	5.456	11.919	0.002	0.002	-0.002
Si	-21.717	-8.168	11.966	0.008	0.006	0.007
Si	-24.441	-5.449	11.94	0.004	0.006	0.008
Si	-21.718	-2.746	11.942	0.007	-0.015	0.01
Si	-18.984	-0.035	11.99	0.004	-0.007	0.008
Si	-16.273	2.676	12.056	-0.006	-0.015	0.01
Si	-18.999	5.412	11.999	0.003	-0.011	0
Si	-16.252	-8.245	12.061	-0.002	0.002	-0.001
Si	-18.976	-5.5	11.992	-0.011	-0.008	-0.001
Si	-16.247	-2.796	12.059	-0.016	-0.001	0.011
Si	-13.542	-0.068	12.124	0.001	0.008	0.007
Si	-10.836	2.648	12.22	-0.001	-0.007	0.001
Si	-13.552	5.375	12.137	-0.008	-0.006	-0.003
Si	-10.839	8.087	12.215	-0.004	-0.006	-0.002
Si	-13.527	10.79	12.129	0.002	0.004	-0.005
Si	-10.82	-2.798	12.2	0.022	0.017	-0.004
Si	-8.124	-0.075	12.298	-0.004	0.014	0.003
Si	-5.437	2.665	12.365	-0.01	-0.028	-0.007
Si	-8.143	5.378	12.297	-0.001	-0.023	-0.003
Si	-5.421	8.098	12.357	-0.001	0.006	-0.001
Si	-8.115	10.8	12.264	0.007	0.009	-0.018
Si	-5.431	-2.785	12.36	0.007	-0.009	0.001
Si	-2.729	-0.052	12.406	0.013	0.002	-0.011
Si	-0.02	2.693	12.465	-0.001	0.012	-0.012
Si	-2.722	5.395	12.419	0.007	-0.008	-0.008
Si	-0.028	8.139	12.483	0.002	-0.008	-0.006
Si	-2.731	-5.481	12.433	-0.009	0.011	-0.001
Si	-0.037	-2.747	12.485	-0.007	0.006	-0.003
Si	1.308	1.355	13.885	-0.006	0.013	0.003
Si	4.01	4.097	13.912	0	-0.005	-0.007
Si	1.318	6.809	13.882	-0.012	-0.007	0
Si	4.026	-6.79	13.908	0.008	0.005	-0.012
Si	1.306	-4.091	13.879	-0.004	0.002	-0.005
Si	4.023	-1.364	13.925	-0.004	0.014	0.012
Si	6.733	1.354	13.926	0.007	0.009	-0.009
Si	9.444	4.097	13.928	-0.009	-0.005	-0.015
Si	6.731	-9.495	13.949	0.01	0.004	-0.003
Si	9.44	-6.786	13.954	0.013	-0.005	-0.001
Si	6.735	-4.083	13.953	0.016	0.007	0
Si	9.456	-1.349	13.931	-0.022	0.002	-0.002
Si	12.172	1.363	13.912	0.002	-0.006	-0.006
Si	14.882	4.089	13.875	0.008	0	0.003
Si	12.17	-9.509	13.932	0.013	-0.011	0.012
Si	14.917	-6.791	13.86	0.005	-0.013	0.002
Si	12.168	-4.076	13.921	-0.002	-0.001	-0.001
Si	14.908	-1.351	13.881	0.001	-0.016	0
Si	17.648	1.373	13.803	-0.017	-0.003	-0.007
Si	20.385	4.096	13.719	-0.014	-0.005	0.007
Si	17.643	-9.515	13.789	0.006	-0.004	0.005
Si	20.398	-6.767	13.682	-0.014	0.012	-0.01
Si	17.662	-4.074	13.782	-0.002	-0.007	-0.008
Si	20.394	-1.36	13.698	0	-0.001	0
Si	23.152	1.37	13.6	-0.005	-0.024	0.001
Si	25.888	4.117	13.486	-0.007	-0.006	0.001
Si	23.148	-9.504	13.6	0.019	-0.017	0.004
Si	25.875	-6.764	13.497	0.001	0.004	-0.002
Si	23.15	-4.063	13.581	0.019	-0.009	-0.006
Si	25.887	-1.31	13.501	0.003	-0.007	0.012
Si	28.625	1.416	13.415	-0.004	0.009	0.005
Si	31.349	4.14	13.346	0.005	-0.008	-0.005
Si	28.615	-9.478	13.393	-0.01	0.005	-0.005
Si	31.334	-6.746	13.342	-0.009	0.007	-0.003
Si	28.625	-4.027	13.414	-0.012	0.002	0.005
Si	31.346	-1.31	13.333	0.003	0.01	0.002
Si	34.069	1.392	13.295	0.009	-0.005	-0.002
Si	-28.518	4.115	13.265	-0.014	0.004	-0.007
Si	34.06	-9.475	13.306	0.006	-0.021	-0.002
Si	-28.509	-6.775	13.297	0.005	0.006	-0.002
Si	34.076	-4.042	13.288	0.006	-0.015	-0.009
Si	36.771	-1.341	13.272	0.013	0.004	0.003
Si	-25.809	1.373	13.233	-0.007	0.014	-0.003
Si	-23.078	4.109	13.274	0.003	-0.006	0.003
Si	-25.791	-9.498	13.278	0.014	0.004	-0.007
Si	-23.078	-6.8	13.312	-0.001	-0.004	0.006
Si	-25.811	-4.087	13.278	-0.003	0.013	0
Si	-23.102	-1.367	13.249	-0.002	0.013	-0.002
Si	-20.35	1.373	13.29	-0.016	-0.014	-0.004
Si	-17.649	4.059	13.37	-0.019	0.004	-0.011
Si	-20.366	-9.531	13.327	-0.007	-0.001	-0.002
Si	-17.63	-6.878	13.362	0.007	0.003	-0.013
Si	-20.363	-4.127	13.291	0.011	0.019	-0.005
Si	-17.644	-1.424	13.35	0.003	0.021	0.003
Si	-14.932	1.304	13.421	-0.012	-0.004	-0.005
Si	-12.227	4.015	13.529	0.007	-0.011	-0.012
Si	-14.934	-9.6	13.476	-0.005	0.012	0.007
Si	-12.225	9.427	13.553	-0.01	0.009	0.011
Si	-14.907	-4.176	13.442	0.011	-0.009	0.002
Si	-12.2	-1.428	13.508	-0.003	-0.025	0.002
Si	-9.514	1.283	13.618	0.005	-0.001	-0.002
Si	-6.828	4.02	13.701	-0.008	0.022	0.003
Si	-9.532	6.733	13.631	-0.022	0.025	0.007
Si	-6.795	9.467	13.687	-0.01	-0.007	-0.005
Si	-9.506	-4.177	13.587	0.007	-0.008	-0.011
Si	-6.81	-1.437	13.706	0.003	0	0.007
Si	-4.107	1.298	13.747	-0.014	0.01	-0.004
Si	-1.386	4.052	13.818	0.013	-0.008	0.004
Si	-4.098	6.752	13.767	0.008	-0.005	0.013
Si	-1.395	9.504	13.839	0.013	-0.005	-0.004
Si	-4.113	-4.129	13.777	0.007	-0.006	0
Si	-1.412	-1.39	13.829	-0.002	-0.002	0.002
Si	-0.073	-0.027	15.216	-0.022	-0.002	-0.017
Si	2.651	2.735	15.27	-0.006	0.013	-0.005
Si	-0.06	5.439	15.209	0.009	-0.002	-0.015
Si	2.647	8.203	15.266	0.009	0.005	-0.002
Si	-0.072	-5.434	15.239	-0.003	0.002	-0.004
Si	2.653	-2.738	15.269	-0.001	-0.014	-0.001
Si	5.394	-0.009	15.305	0.009	0.001	0.01
Si	8.095	2.721	15.278	0.002	-0.004	-0.007
Si	5.349	5.475	15.291	-0.009	-0.011	-0.004
Si	8.091	-8.143	15.342	-0.005	0.001	0
Si	5.381	-5.461	15.314	-0.028	-0.022	-0.002
Si	8.111	-2.71	15.302	0.019	0.021	-0.009
Si	10.829	0.003	15.293	-0.001	0.006	-0.001
Si	13.518	2.734	15.263	-0.001	-0.013	-0.004
Si	10.786	5.461	15.304	-0.004	-0.004	0
Si	13.563	-8.135	15.252	0.013	0.014	0.003
Si	10.814	-5.431	15.311	-0.015	0.005	-0.006
Si	13.545	-2.711	15.261	0.005	-0.008	0.004
Si	16.308	0.01	15.198	0.015	0.031	0.012
Si	19.029	2.742	15.124	0.004	-0.004	0.004
Si	16.272	5.461	15.18	-0.006	-0.012	-0.003
Si	19.043	-8.118	15.059	0.007	0.011	-0.007
Si	16.308	-5.419	15.173	0.009	0.013	-0.01
Si	19.064	-2.73	15.102	-0.016	0.016	0.006
Si	21.792	0.013	14.988	0.015	0.001	-0.001
Si	24.567	2.745	14.877	0.007	0.019	-0.006
Si	21.801	5.467	15.002	0.005	0.022	0.011
Si	24.533	-8.115	14.897	-0.007	0.004	0.008
Si	21.801	-5.401	14.982	-0.005	-0.006	-0.008
Si	24.539	-2.685	14.87	-0.024	0.001	-0.009
Si	27.288	0.061	14.808	-0.021	-0.005	0.005
Si	30.013	2.792	14.729	0	0.011	0.006
Si	27.276	5.496	14.782	0.016	-0.005	0
Si	29.993	-8.108	14.71	-0.011	-0.012	-0.003
Si	27.275	-5.382	14.785	-0.009	0.008	-0.005
Si	30.023	-2.657	14.729	-0.007	-0.012	0.002
Si	32.729	0.041	14.666	-0.001	-0.017	0.004
Si	35.442	2.75	14.639	0.005	0.009	0.013
Si	32.732	5.493	14.69	0	0.01	0.012
Si	35.419	-8.119	14.67	-0.004	0.005	0.011
Si	32.721	-5.371	14.658	0.016	0.006	-0.001
Si	35.457	-2.716	14.651	-0.016	0.006	0.013
Si	38.141	0.021	14.609	0.007	0.009	0.003
Si	-24.465	2.747	14.57	0	-0.013	-0.011
Si	-27.162	5.476	14.616	-0.003	-0.013	-0.003
Si	-24.445	-8.149	14.663	-0.02	-0.017	0.002
Si	-27.137	-5.445	14.672	0.005	0	0.017
Si	-24.45	-2.72	14.614	0	-0.015	0.014
Si	-21.743	0.012	14.57	0.027	0.007	0.012
Si	-19.037	2.733	14.696	0.023	-0.002	0.022
Si	-21.763	5.477	14.672	0.011	-0.011	0.017
Si	-18.989	-8.224	14.71	0.007	0.012	0.012
Si	-21.704	-5.458	14.672	0.01	0.004	0.025
Si	-19	-2.816	14.662	-0.019	-0.024	0.03
Si	-16.307	-0.073	14.72	-0.017	-0.008	0.024
Si	-13.618	2.645	14.829	0.005	0.002	0.001
Si	-16.323	5.364	14.804	-0.005	-0.009	0.009
Si	-13.594	-8.281	14.888	0.01	0.001	-0.002
Si	-16.255	-5.592	14.751	-0.018	0.001	0.006
Si	-13.553	-2.827	14.81	-0.002	0.01	0.008
Si	-10.897	-0.087	14.937	0.008	0.004	0.014
Si	-8.215	2.644	15.031	-0.011	-0.023	-0.001
Si	-10.926	5.359	14.956	-0.009	-0.01	0.004
Si	-8.192	8.108	14.999	0.027	0.008	-0.012
Si	-10.877	10.781	14.925	0.019	0.017	-0.008
Si	-8.204	-2.836	15.003	-0.029	-0.021	-0.011
Si	-5.472	-0.076	15.097	0.018	0.019	0.006
Si	-2.777	2.667	15.126	0.013	-0.013	-0.028
Si	-5.496	5.383	15.088	-0.009	0	0.002
Si	-2.783	8.138	15.168	-0.012	-0.002	-0.008
Si	-5.488	-5.5	15.117	0.006	0.007	-0.006
Si	-2.797	-2.753	15.171	0.002	0	-0.01
O	5.002	-2.591	26.047	0.287	-0.073	0.097
O	6.875	-1.626	-5.021	-0.353	-0.297	0.548
O	2.889	0.379	22.458	0.205	-0.154	0.26
O	4.951	2.48	22.481	-0.044	0.001	0.283
O	0.888	3.835	23.307	0.434	0.06	0.326
O	-0.132	2.774	21.226	-0.102	0.248	-0.451
O	3.425	6.831	23.568	-0.38	-0.382	0
O	5.362	-8.17	22.459	-0.02	-0.036	-0.13
O	-3.238	-5.285	25.613	0.102	-0.002	0.162
O	0.959	-6.86	23.628	0.336	0.075	0.646
O	0.146	-3.431	24.877	-0.497	-0.424	-0.102
O	5.463	-0.083	26.166	-0.345	0.308	-0.03
O	6.288	-0.82	23.728	-0.004	-0.297	0.368
O	6.707	3.669	26.405	-0.57	-0.06	0.138
O	9.384	-1.328	-5.464	0.373	-0.185	0.067
O	9.945	1.305	23.53	0.187	-0.447	0.482
O	6.62	4.111	23.719	-0.088	0.545	0.243
O	3.159	-7.438	25.331	0.228	0.14	-0.437
O	9.434	-7.336	25.12	0.591	0.066	-0.159
O	10.898	-8.129	22.508	0.028	-0.078	0.54
O	7.363	-6.957	23.524	0.087	0.402	0.415
O	12.301	-2.382	26.086	-0.141	0.246	0.131
O	8.007	-4.717	25.844	-0.615	-0.169	-0.184
O	9.017	-4.086	23.556	-0.045	-0.351	0.103
O	10.992	-2.688	22.613	-0.173	-0.066	0.43
O	13.047	-1.418	23.696	0.212	0.109	0.063
O	14.78	1.274	23.137	-0.458	-0.619	0.248
O	16.39	2.767	21.67	-0.028	0.031	0.088
O	11.173	3.534	23.483	-0.058	0.018	0.078
O	12.876	5.344	22.839	-0.115	0.431	-0.446
O	15.198	6.256	23.346	0.547	-0.087	0.66
O	16.289	4.936	-6.268	-0.281	-0.316	0.155
O	12.901	-6.6	23.447	-0.021	-0.304	0.361
O	14.776	-6.526	25.365	0.415	-0.252	-0.106
O	14.947	-4.914	23.216	0.114	-0.055	-0.067
O	22.039	-4.302	-5.725	0.03	0.145	-0.388
O	16.146	7.565	-6.725	0.497	-0.092	-0.172
O	16.431	-2.826	22.397	-0.119	0.054	0.445
O	18.278	-1.072	23.123	0.324	0.115	-0.154
O	19.663	1.432	22.776	-0.309	-0.149	0.079
O	18.031	4.453	22.869	0.393	0.293	0.23
O	17.152	4.811	25.339	-0.16	0.344	-0.373
O	21.803	4.749	25.444	-0.038	-0.481	-0.309
O	20.891	6.182	23.312	-0.367	-0.429	0.223
O	16.455	-8.083	22.352	-0.361	0.052	0.302
O	17.908	-6.15	23.38	-0.125	0.003	0.243
O	21.144	-2.716	22.798	-0.155	0.211	0.022
O	22.348	-2.984	25.179	-0.242	-0.302	0.622
O	23.804	-2.725	23.111	0.418	-0.368	-0.213
O	24.739	-0.449	22.413	0.608	0.031	-0.023
O	26.183	1.498	23.029	0.369	0.476	0.32
O	21.28	1.91	24.661	0.059	0.453	0.211
O	21.856	2.756	21.925	0.009	0.046	0.307
O	23.947	4.214	22.59	0.135	-0.122	0.438
O	23.919	5.375	-5.586	0.541	-0.371	0.297
O	22.05	-8.142	22.093	0.008	-0.119	-0.02
O	19.9	-7.383	24.452	-0.002	-0.159	-0.201
O	20.211	-5.121	23.032	0.198	-0.072	-0.084
O	26.29	-4.381	22.865	-0.431	0.206	0.5
O	27.653	-2.506	21.887	0.157	-0.01	0.344
O	29.395	-0.536	22.577	-0.065	-0.128	0.113
O	25.457	-0.153	24.999	0.248	0.173	0.153
O	28.035	-1.129	-6.576	0.536	-0.314	-0.278
O	31.563	1.003	22.908	0.044	-0.469	0.246
O	28.733	4.36	22.941	-0.176	0.285	0.16
O	25.665	6.289	22.757	0.065	-0.02	0.305
O	31.043	6.436	22.748	-0.505	-0.087	0.023
O	-32.47	-8.094	21.961	0.176	0.144	0.6
O	27.998	-4.358	24.921	-0.013	0.54	0.299
O	28.467	-6.026	22.929	0.427	0.355	0.214
O	30.952	-4.067	22.831	-0.638	-0.339	0.097
O	-32.398	-4.56	24.509	0.081	-0.038	-0.638
O	-30.618	-0.987	22.933	-0.242	-0.269	0.346
O	-28.62	0.604	22.506	-0.05	-0.098	0.318
O	-27.092	2.638	21.921	0.053	-0.183	0.201
O	-32.168	3.062	21.929	0.057	0.07	0.331
O	29.916	-0.137	-4.991	0.086	0.485	-0.121
O	-30.071	5.208	21.941	-0.032	0.032	0.569
O	-28.468	7.155	22.824	-0.194	-0.166	0.178
O	-30.662	-6.331	22.72	0.084	-0.216	0.326
O	-29.998	-5.248	25.036	0.386	-0.383	0.433
O	-28.908	-4.34	22.772	-0.239	0.101	0.494
O	-27.06	-2.682	21.817	-0.055	-0.014	0.223
O	-28.984	-0.163	24.962	0.112	-0.332	-0.122
O	-26.17	-1.143	-6.732	0.471	0.18	-0.286
O	-25.31	-0.895	22.592	0.169	-0.193	0.459
O	-23.442	0.971	22.76	-0.041	0.001	0.282
O	-25.314	4.114	23.084	0.011	-0.27	0.438
O	-23.585	0.112	-3.865	-0.025	-0.527	-0.032
O	-25.094	5.859	25.167	0.245	0.224	0.269
O	-22.022	7.715	22.663	0.361	-0.303	-0.119
O	-26.336	-7.614	22.337	-0.114	-0.439	0.191
O	-24.693	-5.528	21.638	-0.058	0.278	-0.553
O	-21.317	-7.34	25.066	-0.026	-0.427	0.313
O	-21.261	-2.246	21.82	-0.166	-0.175	0.209
O	-29.157	-3.135	-4.45	0.261	-0.632	-0.028
O	-25.626	0.891	24.413	-0.482	0.044	-0.421
O	-19.138	-0.109	21.822	0.147	0.052	0.254
O	-21.64	2.841	21.948	-0.016	-0.035	0.613
O	-19.585	4.949	22.006	0.226	0.117	0.314
O	-17.988	6.634	23.144	-0.272	-0.129	0.652
O	-18.705	-6.855	24.857	-0.005	0.095	-0.565
O	-18.805	-3.53	-5.924	-0.416	-0.391	0.17
O	-18.765	-5.089	21.893	0.352	-0.029	0.332
O	-16.726	-2.978	22.008	-0.188	-0.196	0.178
O	-15.078	-0.993	22.831	0.338	0.281	-0.095
O	-11.594	-2.254	-4.926	-0.026	-0.239	0.486
O	-9.15	0.409	-5.404	-0.41	0.165	-0.003
O	-14.936	1.944	-6.512	0.224	0.022	0.394
O	-15.308	3.399	23.246	0.103	-0.262	0.287
O	-13.784	4.54	25.03	0.252	-0.712	0.404
O	-12.736	6.703	26.023	0.182	0.44	-0.051
O	-12.624	6.251	23.35	-0.194	-0.148	0.316
O	-16.054	8.038	22.139	-0.15	-0.014	-0.096
O	-14.132	-6.723	23.054	-0.094	-0.168	0.392
O	-10.289	-4.473	-6.205	-0.067	-0.052	0.383
O	-12.873	-4.468	23.042	-0.098	0.383	0.247
O	-13.23	-3.213	26.177	-0.071	0.284	-0.45
O	-11.179	-2.915	21.93	0.03	-0.106	0.201
O	-12.339	0.905	23.173	-0.508	-0.027	0.524
O	-10.378	-0.914	23.23	0.522	0.031	0.457
O	-11.021	2.655	21.923	-0.107	0.04	0.069
O	-8.541	-0.635	26.245	0.019	-0.294	-0.472
O	-8.918	3.978	22.713	0.432	0.553	0.168
O	-5.606	8.102	22.287	-0.011	0.022	0.079
O	-11.051	8.042	22.314	0.042	0.235	0.611
O	-9.203	-6.634	23.135	0.342	-0.166	0.239
O	-7.959	-6.175	25.409	-0.279	-0.551	0.031
O	-7.821	-4.444	23.362	0.089	-0.065	0.478
O	-5.852	-2.89	22.449	-0.162	-0.213	0.206
O	-4.302	-1.176	23.569	0.539	0.192	-0.005
O	-1.06	1.906	23.393	-0.136	-0.412	0.328
O	-6.921	3.711	24.277	0.375	-0.344	0.422
O	-4.062	4.092	23.346	-0.327	-0.351	0.478
O	-3.351	-3.934	-5.652	-0.487	0.174	0.139
O	-0.563	7.699	22.714	0.776	-0.07	-0.085
O	-2.739	6.264	22.931	-0.172	0.004	-0.26
O	-6.156	-7.102	-5.613	0.235	-0.348	-0.346
O	-0.096	7.551	25.295	-0.209	-0.316	0.15
O	-2.244	-4.577	23.271	-0.223	0.366	0.209
O	1.377	1.694	-5.534	-0.159	-0.333	-0.183
O	9.188	-2.327	25.601	-0.086	0.108	-0.224
O	0.602	8.093	-3.551	-0.136	0.192	0.164
O	6.789	-7.786	-5.571	0.287	-0.338	0.408
O	4.782	6.94	25.824	0.133	-0.26	-0.09
O	2.213	6.489	25.851	0.135	-0.491	0.131
O	13.259	-1.364	-2.528	0.192	0.486	-0.026
O	4.879	-6.066	-5.79	-0.213	0.042	0.525
O	-1.57	-6.851	24.424	-0.099	0.055	0.255
O	7.207	7.75	25.656	0.086	0.024	0.167
O	8.19	-0.007	22.289	-0.068	-0.134	-0.117
O	8.723	7.055	23.498	-0.196	-0.483	0.178
O	9.753	-6.672	-5.848	-0.158	-0.294	0.457
O	13.401	-4.587	-5.838	0.334	0.239	0.349
O	13.535	5.849	25.355	-0.601	0.27	0.019
O	13.177	-4.514	25.019	-0.001	0.131	0.1
O	8.405	-2.923	-0.131	0.159	0.074	-0.303
O	9.957	-4.158	-5.224	0.318	0.047	-0.072
O	11.131	-2.336	-3.59	0.243	-0.001	-0.578
O	12.712	0.14	25.766	0.052	0.51	0.007
O	19.162	3.159	24.855	0.16	0.264	0.363
O	21.454	-8.054	-2.484	0.374	-0.319	-0.029
O	16.827	2.481	24.206	0.181	-0.515	-0.044
O	14.522	3.759	24.068	-0.021	-0.055	0.094
O	17.364	-6.67	-5.816	0.178	-0.213	-0.273
O	19.164	7.214	26.342	-0.23	0.21	-0.278
O	17.613	-2.435	-5.613	-0.339	-0.216	-0.19
O	16.17	-0.035	-3.062	-0.326	0.075	-0.534
O	21.727	-6.863	-6.493	0.235	-0.272	0.371
O	19.007	0.496	25.111	-0.237	0.174	0.561
O	22.899	2.96	-5.912	-0.41	-0.068	0.081
O	18.051	3.627	-0.613	0.271	0.051	-0.212
O	21.308	5.091	-5.866	-0.114	-0.435	0.572
O	20.152	7.105	-4.467	-0.36	0.118	0.222
O	27.273	5.602	-3.443	0.381	0.338	-0.299
O	25.002	-2.638	25.542	0.437	-0.336	0.054
O	19.381	-5.06	25.533	-0.068	0.387	-0.042
O	25.408	2.316	-6.003	0.044	0.166	-0.47
O	23.833	0.668	-4.615	-0.462	0.049	0.423
O	27.398	2.891	21.337	0.196	0.013	-0.182
O	23.688	1.385	23.948	-0.041	0.505	-0.279
O	23.436	6.277	24.04	0.173	0.299	-0.193
O	25.016	7.925	-5.48	-0.066	0.327	0.297
O	27.318	-8.118	21.939	-0.015	0.031	0.449
O	29.002	3.767	25.524	0.036	-0.305	0.272
O	24.342	-7.502	25.535	-0.546	-0.113	-0.001
O	27.637	-0.687	-4.021	0.093	0.135	0.251
O	30.45	-2.684	-4.096	-0.531	-0.033	0.453
O	25.375	4.455	24.641	0.089	-0.72	0.08
O	30.241	-0.199	24.994	-0.481	0.104	0.346
O	-32.635	6.007	24.795	0.355	0.404	-0.257
O	30.027	6.169	25.171	-0.074	0.469	0.074
O	29.32	1.893	23.71	-0.212	-0.032	0.286
O	-30.846	-5.689	-6.53	-0.066	0.131	0.219
O	-31.972	4.525	-6.484	-0.502	0.463	-0.144
O	31.834	-8.047	-3.244	0.241	-0.05	0.228
O	30.051	5.487	-5.833	-0.263	0.407	0.127
O	30.526	-4.077	-6.145	0.016	0.406	0.054
O	2.069	8.1	-5.765	0.269	0.412	-0.026
O	31.505	3.63	-4.771	-0.054	-0.406	0.307
O	-30.669	1.501	23.856	-0.616	0.442	-0.486
O	-29.861	1.599	-6.951	0.126	0.127	0.235
O	-26.849	0.194	-3.66	0.265	-0.441	-0.33
O	-26.916	2.814	-3.972	0.407	-0.117	0.118
O	-28.717	-1.138	-6.143	-0.459	0.155	0.415
O	-26.786	7.761	24.707	0.069	0.402	0.16
O	-27.611	5.275	25.102	-0.438	-0.037	-0.254
O	-28.289	-6.682	23.762	0.051	0.115	0.229
O	-29.635	5.804	-6.75	0.71	-0.23	-0.286
O	-31.342	3.787	25.035	-0.344	0.196	-0.381
O	-30.073	-3.273	-6.946	-0.133	0.535	-0.245
O	-24.226	1.171	-6.288	-0.361	0.196	0.119
O	-25.063	-4.387	23.883	-0.434	0.419	-0.164
O	-21.42	3.675	-6.397	-0.195	0.555	0.261
O	-23.783	2.335	25.265	0.143	-0.232	-0.303
O	-21.741	1.108	-5.507	0.166	-0.315	0.163
O	-24.117	6.274	22.68	-0.37	-0.068	0.152
O	-20.339	-4.794	25.177	-0.45	0.234	-0.423
O	-19.004	-5.588	-3.707	0.111	0.154	0.157
O	-23.317	-6.504	23.595	-0.36	-0.308	0.202
O	-25.823	-6.851	-6.402	-0.204	0.098	-0.344
O	-24.691	-5.701	25.96	0.625	-0.539	-0.238
O	-26.176	-3.455	26.031	-0.291	-0.004	-0.013
O	14.258	6.317	-5.439	-0.237	0.555	0.074
O	-23.585	-3.265	25.802	0.546	-0.377	-0.211
O	-20.015	0.413	25.417	-0.149	0.083	-0.635
O	-18.435	2.44	25.657	0.168	-0.117	-0.173
O	-21.08	-7.226	-4.041	0.342	-0.485	-0.496
O	-18.846	-6.398	-6.237	-0.307	-0.324	0.147
O	-17.82	6.028	-4.955	-0.438	0.036	-0.031
O	-16.685	-2.416	-4.697	0.187	-0.537	-0.132
O	-22.912	7.223	-3.661	-0.446	-0.12	-0.262
O	-19.383	2.129	-5.96	0.295	-0.209	0.512
O	-14.932	0.21	25.23	-0.207	0.445	-0.289
O	-15.29	-2.343	25.036	-0.793	-0.199	-0.018
O	-16.727	3.693	-5.603	0.033	-0.045	0.148
O	-14.132	-1.83	-4.262	0.136	-0.388	0.23
O	-8.66	4.258	-6.2	-0.126	-0.44	0.162
O	-9.306	2.868	24.996	-0.346	-0.413	0.411
O	-15.543	5.916	23.728	0.399	-0.1	-0.042
O	-16.398	-8.175	24.678	0.798	0.254	0.031
O	-15.563	-6.432	-6.878	0.628	-0.201	0.404
O	-8.644	5.169	-3.737	-0.222	0.375	0.431
O	-12.412	-6.035	25.121	-0.009	-0.217	0.236
O	-14.745	-4.899	24.81	-0.624	-0.268	0.036
O	-3.479	6.245	-5.575	0.046	0.68	-0.033
O	0.101	2.842	25.574	0.485	0.052	0.245
O	-10.976	0.245	25.442	0.102	0.663	0.023
O	-12.902	-1.258	24.328	-0.007	-0.589	-0.13
O	-7.851	1.513	23.079	-0.099	-0.429	0.391
O	24.052	-4.919	24.783	-0.181	0.061	-0.061
O	-8.71	6.896	-5.823	0.628	-0.056	-0.639
O	-5.38	-3.781	-3.527	0.239	0.217	0.102
O	-2.318	4.484	-4.065	0.158	-0.27	0.35
O	0.329	-1.14	-6.316	0.256	0.268	0.112
O	-5.987	-2.134	-5.578	0.195	-0.186	0.225
O	-6.165	7.683	-3.46	0	-0.248	-0.078
O	-1.162	-1.106	24.517	-0.034	0.298	-0.481
O	-15.477	4.565	-0.872	-0.317	-0.283	0.086
O	1.279	-1.344	23.558	0.149	-0.125	0.488
O	-5.732	2.589	22.051	0.17	0.051	0.328
O	-0.633	6.984	-1.454	0.378	-0.324	-0.272
O	-3.961	-6.526	23.353	-0.191	-0.156	0.459
O	-10.78	5.401	-5.244	-0.343	-0.524	0.173
O	-1.524	-4.749	-3.91	0.671	-0.053	-0.114
O	-0.955	-3.221	-5.806	-0.154	-0.242	-0.585
O	-6.398	-6.097	-3.155	-0.578	0.316	0.203
O	-0.609	-2.707	22.497	0.081	0.156	-0.228
O	-3.307	-1.028	26	-0.026	0.198	0.28
O	-3.704	-5.698	-2.948	-0.147	-0.517	-0.574
O	-1.442	-6.98	-2.467	-0.238	0.046	0
O	5.599	5.383	-0.478	0.058	-0.039	-0.275
O	9.837	4.641	-2.56	0.534	-0.295	-0.093
O	-8.639	5.449	25.174	-0.175	0.612	-0.019
O	4.524	-6.821	-1.399	-0.112	0.091	0.547
O	3.155	-7.714	-3.368	0.568	0.393	-0.161
O	-0.687	2.43	-2.521	-0.239	0.268	0.502
O	2.579	-3.001	25.531	-0.179	0.549	-0.197
O	1.716	-5.374	26.096	-0.472	-0.298	-0.14
O	-13.467	-7.869	-3.565	-0.19	0.413	-0.374
O	2.825	3.796	-5.017	0.378	0.21	-0.191
O	31.841	-1.448	-6.017	0.011	-0.195	-0.19
O	31.26	-2.594	25.053	0.159	0.117	-0.074
O	12.358	-6.932	-6.432	0.193	-0.144	-0.233
O	11.936	5.438	-4.753	-0.13	-0.175	0.454
O	-13.554	2.837	-0.364	-0.21	-0.212	-0.47
O	7.508	-5.303	-5.479	0.051	0.434	0.091
O	12.709	-6.275	-3.909	0.234	-0.194	0.167
O	13.227	-4.086	-2.675	0.242	0.119	-0.648
O	10.69	-4.789	-2.851	-0.308	-0.387	-0.014
O	4.519	-0.939	-5.698	-0.269	0.015	-0.25
O	10.879	0.115	-2.618	0.241	0.111	0.062
O	11.437	-1.959	-0.958	-0.161	-0.592	-0.009
O	8.934	1.02	-0.988	-0.667	-0.17	-0.233
O	14.779	-1.523	25.866	-0.052	-0.422	0
O	9.81	6.795	-3.987	-0.021	0.631	-0.109
O	14.899	1.736	25.714	-0.731	-0.363	-0.025
O	24.065	-6.754	22.997	0.159	0.157	0.066
O	13.91	3.746	-4.997	0.279	-0.105	-0.461
O	22.656	0.646	26.302	-0.156	-0.647	0.298
O	19.687	-5.655	-5.436	-0.034	0.168	-0.037
O	15.449	-2.612	-2.751	0.061	-0.397	-0.588
O	22.219	-3.108	-3.296	0.292	0.545	0.337
O	23.674	-2.229	-0.337	0.031	-0.085	-0.603
O	13.201	1.297	-5.306	-0.12	-0.36	0.389
O	17.925	2.864	-6.246	0.495	-0.186	0.213
O	14.641	2.103	-3.039	-0.501	0.033	0.2
O	17.367	-1.577	25.503	-0.019	-0.195	-0.141
O	-4.579	-7.768	-1.471	0.021	-0.024	-0.435
O	18.761	5.354	-5.613	-0.088	0.047	0.503
O	22.698	7.454	-4.584	0.084	0.339	-0.237
O	21.656	7.356	25.585	0.622	-0.07	0.427
O	21.145	-5.441	-3.212	-0.049	-0.144	-0.873
O	24.335	-4.211	-4.282	0.194	-0.337	-0.168
O	21.978	-0.61	24.087	0.211	-0.025	-0.114
O	-28.655	-3.364	-1.906	0.245	-0.1	-0.48
O	27.356	3.975	-6.312	0.322	0.15	0.168
O	27.533	-7.992	-6.302	0.133	-0.026	-0.145
O	22.402	3.73	-1.432	0.261	-0.311	-0.428
O	12.288	-6.231	-1.314	0.19	-0.717	-0.152
O	27.867	1.402	-5.668	0.092	0.083	-0.187
O	26.913	8.111	-3.151	0.373	-0.129	-0.27
O	26.721	-3.248	-3.579	0.454	-0.251	-0.486
O	24.798	6.461	-3.362	-0.424	-0.356	0.419
O	28.054	-6.227	-4.461	0.216	0.223	0.001
O	25.188	-1.197	-3.358	-0.185	0.264	0.525
O	-23.021	-1.137	-6.107	-0.207	-0.552	0.171
O	9.743	4.906	-5.87	0.288	-0.389	-0.072
O	29.78	2.761	-0.492	0.03	0.097	-0.141
O	-30.874	-0.048	-5.036	-0.015	-0.563	-0.04
O	-4.721	-0.733	-3.366	-0.111	-0.207	0.298
O	29.162	3.843	-3.832	0.134	-0.616	0.085
O	-32.024	5.969	-3.34	0.341	0.434	-0.367
O	27.428	5.836	25.547	-0.037	0.519	-0.354
O	-27.099	4.235	-6.055	-0.392	0.402	0.162
O	25.059	6.296	26.353	-0.196	-0.07	-0.056
O	30.444	-5.168	25.15	0.319	-0.592	-0.253
O	32.637	-4.046	-4.341	0.345	-0.187	-0.427
O	18.528	-7.093	-3.445	-0.211	-0.051	-0.07
O	31.95	-0.656	-3.44	-0.182	0.159	-0.02
O	32.607	-0.345	25.9	0.511	-0.221	-0.464
O	-16.752	-5.22	-4.996	0.137	0.199	0.469
O	-27.463	5.464	-3.737	0.435	0.037	0.263
O	31.045	4.057	23.952	0.686	-0.246	-0.392
O	-25.142	4.733	-4.237	0.106	0.236	-0.571
O	-30.779	-6.902	-4.161	-0.111	0.087	-0.177
O	20.505	-3.759	-1.364	0.362	0.072	-0.149
O	-29.719	4.933	-2.641	0.195	-0.474	0.266
O	-24.346	-2.767	-0.426	0.027	-0.016	-0.517
O	14.134	-3.026	-0.525	-0.051	0.553	0.03
O	-30.207	-2.466	-0.243	0.033	0.041	-0.249
O	-31.301	0.835	-2.641	0.26	0.384	0.211
O	-22.967	4.607	24.413	0.255	0.236	-0.398
O	-26.354	3.072	25.738	0.077	0.133	0.118
O	-26.722	-7.748	-4.142	0.166	-0.35	0.116
O	-23.081	4.828	-2.599	0.16	-0.368	0.225
O	-24.001	2.59	-3.583	0.093	0.002	-0.919
O	-23.339	-6.536	-2.944	-0.364	-0.184	0.081
O	-23.366	-7.417	-5.482	-0.131	-0.543	-0.249
O	-28.097	7.975	-6.321	0.025	0.333	-0.05
O	-24.404	-5.064	-5.133	0.304	0.046	0.171
O	-18.604	-0.966	-5.726	0.248	0.391	0.088
O	-23.703	-0.875	24.635	0.075	-0.118	0.005
O	4.226	-5.045	25.294	0.502	-0.278	-0.138
O	-19.017	-2.517	-3.52	-0.551	-0.459	-0.185
O	-20.974	3.004	-3.907	-0.688	-0.426	0.332
O	-13.109	6.413	-5.093	-0.054	-0.207	-0.293
O	-21.75	-1.441	26.205	-0.087	-0.221	0.242
O	-30.964	-5.006	-2.464	0.3	0.143	0.108
O	-20.774	5.668	-3.45	0.375	0.42	-0.264
O	2.466	6.222	-3.985	0.662	-0.027	0.364
O	-5.716	-5.5	26.231	0.067	-0.373	-0.155
O	-22.777	-4.07	22.776	0.375	0.006	0.725
O	-3.499	5.624	25.412	-0.019	0.248	0.085
O	-17.596	-1.219	-1.725	-0.27	0.184	0.089
O	-15.486	-0.548	-6.121	-0.553	0.021	-0.327
O	15.723	1.369	-0.844	0.048	-0.335	0.115
O	-14.381	6.243	-2.624	0.399	0.045	0.407
O	-17.046	7.672	-6.791	-0.155	-0.353	-0.251
O	-31.135	-2.553	-2.831	-0.147	0.487	-0.04
O	-17.621	-7.687	-4.375	-0.271	-0.266	0.754
O	-11.454	-4.519	-0.98	-0.185	-0.017	-0.334
O	-9.385	-6.884	-6.722	0.094	-0.05	-0.251
O	-14.551	-4.057	-6.27	0.059	0.026	0.324
O	-9.72	-1.952	-6.651	0.206	-0.27	-0.181
O	7.804	4.061	-4.237	-0.326	0.066	-0.072
O	0.516	-2.329	-3.89	-0.43	-0.643	0.251
O	-8.529	2.525	-3.835	0.022	0.11	-0.159
O	-7.194	0.252	-3.596	-0.112	-0.247	0.131
O	-6.59	3.969	-2.76	0.108	0.677	-0.365
O	5.046	-4.336	-1.525	-0.039	0.1	-0.383
O	-11.621	-6.425	-2.658	0.164	-0.094	-0.868
O	26.287	-6.347	24.428	0.255	-0.519	0.157
O	-10.079	-4.884	24.892	-0.069	0.443	-0.199
O	-10.924	8.02	-5.163	-0.24	0.398	0.152
O	-12.15	-0.485	-3.156	-0.118	0.208	0.129
O	-8.43	-7.374	-4.297	-0.177	0.319	0.481
O	-4.342	3.521	-1.407	0.324	0.487	-0.294
O	-12.11	7.569	-1.394	0.134	-0.163	-0.288
O	-0.062	0.189	-3.617	-0.044	-0.088	-0.272
O	1.747	-3.36	-5.966	0.113	-0.077	0.692
O	-9.093	-2.077	-1.652	-0.226	0.072	-0.586
O	-4.018	6.288	-2.928	0.17	-0.446	0.09
O	-2.556	-2.24	-3.773	0.063	0.027	-0.155
O	-20.379	-6.448	-1.615	0.029	0.187	0.01
O	-5.963	-0.951	25.663	-0.246	0.404	-0.11
O	11.411	-0.18	-6.559	0.087	-0.127	0.085
O	-2.142	1.849	-4.568	-0.127	-0.467	0.048
O	-0.284	0.301	-0.326	0.081	-0.043	-0.369
O	1.294	-1.154	-1.65	0.57	-0.417	-0.249
O	0.943	4.036	-1.196	-0.256	0.439	-0.181
O	12.313	4.71	-0.908	-0.41	-0.024	-0.502
O	-22.773	1.509	-1.617	0.24	0.43	-0.289
O	3.712	7.042	-1.24	-0.182	-0.25	-0.333
O	0.588	4.433	-3.788	-0.75	0.405	-0.27
O	1.949	-7.32	-1.084	-0.328	-0.389	-0.501
O	4.497	0.515	-0.949	-0.095	0.322	-0.19
O	3.977	-2.135	-0.842	-0.412	0.138	0.001
O	2.863	2.558	-0.278	0.052	-0.151	-0.391
O	2.418	-0.68	-4.005	-0.115	-0.129	-0.165
O	1.911	2.333	-3.039	0.281	-0.126	0.219
O	4.845	-0.813	-3.091	0.195	-0.172	-0.149
O	0.16	-5.563	-0.278	0.202	0.164	-0.353
O	27.419	-1.595	-1.675	0.409	-0.57	-0.183
O	9.324	6.795	-1.293	-0.548	0.143	-0.317
O	8.161	-7.949	0.144	-0.042	-0.036	-0.101
O	-11.179	4.792	25.013	0.007	-0.181	0.064
O	6.91	-6.052	-0.975	0.486	0.068	-0.209
O	6.47	-1.283	-1.043	0.211	0.389	-0.154
O	-28.917	2.915	25.174	0.177	-0.364	-0.322
O	6.609	1.727	24.621	-0.221	0.024	-0.282
O	18.676	-2.587	-0.1	0	-0.07	-0.237
O	19.586	1.483	-1.137	0.143	-0.361	-0.285
O	11.696	6.729	-2.25	-0.108	0.405	0.112
O	-6.737	-4.585	-5.738	-0.2	-0.04	-0.164
O	10.423	-5.014	-0.04	-0.021	0.118	-0.261
O	17.475	2.204	-2.652	0.133	-0.065	-0.618
O	-22.038	6.725	-1.266	0.468	-0.067	-0.018
O	10.97	0.156	0.308	0.185	0.406	-0.343
O	-25.73	6.893	-6.251	0.23	-0.32	0.569
O	13.54	2.638	-0.043	-0.299	-0.117	-0.366
O	16.683	-1.183	-0.844	0.083	0.322	0.079
O	17.871	-2.087	-3.047	0.346	0.217	-0.1
O	15.793	1.877	-5.159	0.162	0.053	0.265
O	13.951	6.868	-0.822	0.05	0.712	-0.347
O	16.07	5.407	-0.138	-0.027	0.096	-0.466
O	17.26	-6.946	-1.195	-0.364	-0.368	-0.505
O	19.858	-6.499	-1.247	0.009	0.355	0.634
O	15.842	-5.139	-0.115	0.14	-0.126	-0.26
O	29.422	-6.297	-6.847	-0.121	-0.268	-0.373
O	10.856	7.273	-6.343	0.113	-0.159	-0.228
O	29.911	-7.939	-4.971	-0.034	-0.715	-0.087
O	21.59	-0.173	-0.311	-0.008	-0.12	-0.153
O	25.966	-5.784	-3.051	-0.643	-0.406	-0.088
O	-24.166	-4.005	-2.888	-0.133	0.595	0.372
O	24.424	2.46	-0.407	-0.137	-0.075	-0.311
O	20.675	5.476	-0.614	0.332	-0.339	0.155
O	19.876	3.694	-2.45	-0.127	0.105	-0.375
O	24.242	-8.083	-0.381	-0.262	0.138	-0.226
O	26.76	3.039	-3.883	-0.263	-0.297	0.21
O	26.456	0.434	-0.484	0.215	0.164	-0.278
O	22.531	-6.153	-1.108	-0.006	0.218	-0.275
O	-29.451	6.964	-4.331	-0.024	0.426	0.059
O	8.035	-0.06	25.646	0.326	0.309	-0.047
O	32.308	-6.945	-5.588	-0.23	-0.07	-0.397
O	-6.948	6.254	23.401	0.011	0.1	0.074
O	31.517	1.182	-1.619	-0.114	0.161	-0.492
O	23.374	-1.948	-5.241	-0.252	0.127	-0.427
O	26.164	6.494	-1.197	0.156	-0.093	-0.109
O	31.845	6.589	-1.224	0.541	-0.009	0.088
O	29.813	-8.123	-0.584	0.125	-0.14	-0.211
O	28.166	-6.418	-1.728	0.011	0.172	-0.36
O	25.075	-3.856	-1.656	0.005	-0.227	-0.255
O	31.975	-3.733	-1.793	-0.253	0.56	-0.195
O	-5.095	1.885	-3.391	0.557	0.172	-0.375
O	30.678	5.859	-3.398	-0.482	0.18	0.025
O	-31.289	3.533	-4.169	0.288	-0.265	-0.029
O	19.9	-1.97	25.006	-0.134	-0.417	0.638
O	-29.832	2.619	-0.596	0.153	0.121	-0.209
O	-31.857	3.986	-1.582	-0.725	0.069	-0.008
O	27.755	3.937	-1.531	-0.315	-0.058	-0.1
O	-32.272	1.907	-6.066	-0.382	-0.108	0.131
O	-28.529	7.066	-1.819	0.19	0.517	-0.359
O	-30.823	-7.327	-1.472	0.154	-0.675	-0.211
O	-1.732	7.083	-3.843	0.147	0.094	-0.36
O	32.533	-5.714	-0.406	0.03	-0.237	0.176
O	-32.311	-0.847	-0.961	-0.481	-0.001	0.03
O	1.213	5.65	-6.164	-0.547	-0.371	-0.249
O	-19.478	-2.192	25.265	0.188	0.123	-0.713
O	19.801	-3.263	-4.021	0.269	0.247	-0.065
O	-27.845	0.888	-1.305	-0.259	0.128	-0.226
O	-25.3	3.859	-1.665	-0.262	-0.203	-0.199
O	-27.082	5.391	-0.573	-0.162	-0.055	-0.07
O	-29.292	-0.908	-3.012	0.479	0.207	0.303
O	-24.297	8.098	-0.62	0.117	-0.184	-0.594
O	-26.249	-6.791	-1.673	0.197	-0.073	-0.097
O	-28.641	-6.416	-2.756	-0.074	-0.128	-0.184
O	-26.538	-5.112	-3.617	-0.422	0.481	-0.042
O	-26.309	-1.292	-1.47	-0.545	-0.191	-0.469
O	-22.612	-4.763	-1.015	0.147	-0.368	-0.008
O	-25.217	0.974	-1.855	-0.105	0.538	0.399
O	-21.444	-0.215	-0.419	-0.063	0.02	-0.399
O	-16.641	1.102	-1.246	0.227	0.19	-0.191
O	-18.639	2.595	-0.436	-0.134	0.117	-0.537
O	-16.236	4.652	-3.317	0.431	-0.635	-0.245
O	-20.365	4.058	-1.566	-0.082	0.385	-0.247
O	21.68	5.64	-2.986	0.26	-0.35	0.013
O	-21.496	-4.758	-3.313	0.256	0.593	-0.449
O	-25.652	-2.846	-4.758	-0.107	0.57	0.336
O	8.358	-0.257	-3.275	-0.478	-0.061	0.358
O	-19.909	-2.241	-1.114	-0.318	-0.695	-0.232
O	-17.813	-3.796	-1.471	-0.036	-0.467	-0.736
O	7.445	6.067	-5.811	-0.291	0.189	0.049
O	-15.008	-0.994	-1.339	0.254	-0.022	-0.279
O	7.528	3.795	-1.536	-0.016	-0.135	-0.262
O	-0.695	3.353	-6.012	-0.044	0.442	-0.418
O	-18.784	8.113	-0.57	0.052	-0.09	-0.251
O	-16.885	6.587	-1.584	-0.307	0.442	-0.397
O	-15.497	7.217	-4.765	0.059	0.083	-0.06
O	-13.907	-6.87	-1.231	-0.216	-0.154	-0.06
O	-16.037	-0.122	-3.561	-0.014	0.625	-0.133
O	-16.016	-5.449	-0.537	-0.218	0.093	-0.758
O	-13.321	-2.772	-0.402	0.093	-0.119	-0.215
O	-17.885	-4.205	25.919	0.306	0.267	-0.485
O	-11.814	1.565	-1.601	-0.228	0.225	-0.302
O	-10.868	-0.578	-0.748	-0.268	0.282	0.318
O	4.286	-3.271	23.46	0.412	0.369	0.083
O	-8.95	3.763	-1.511	0.161	-0.269	-0.028
O	-10.658	5.516	-0.571	-0.31	0.16	-0.182
O	-16.386	4.135	25.554	-0.264	0.418	0.191
O	-7.904	8.034	-0.403	0.043	0.066	-0.237
O	-9.54	-6.4	-1.142	0.024	-0.146	-0.216
O	-27.519	-3.412	-6.478	-0.144	-0.761	-0.396
O	-9.678	-4.446	-2.829	-0.269	-0.003	-0.606
O	-7.816	-2.994	-3.843	-0.391	0.324	-0.136
O	-1.539	4.356	24.198	0.182	0.065	0.254
O	-6.54	1.958	-1.189	-0.629	0.177	-0.234
O	-5.176	-0.075	-0.37	0.262	-0.245	-0.362
O	-2.344	2.295	-0.27	-0.021	-0.311	-0.528
O	2.623	-5.208	22.579	0.044	0.115	0.291
O	8.64	-2.879	-3.438	-0.529	-0.483	0.514
O	-27.346	1.1	-6.039	-0.16	0.229	-0.149
O	-1.68	1.013	26.163	-0.181	0.006	-0.246
O	-18.669	3.98	-3.685	0.249	-0.229	-0.246
O	-7.515	-3.955	-1.321	0.048	-0.251	-0.027
O	-5.267	-4.985	-1.027	0.645	-0.205	0.191
O	-3.436	-1.788	-1.292	0.472	-0.712	-0.118
O	-1.879	-4.52	-1.397	0.085	0.163	-0.116
O	-9.71	0.456	-2.853	0.338	-0.118	-0.216
O	30.708	-5.612	-3.977	-0.667	-0.103	0.171
O	-5.975	6.381	-1.148	0.161	-0.718	-0.081
O	14.786	-6.797	-5.55	-0.143	-0.124	0.148
O	-29.098	1.501	-4.003	-0.023	0.585	0.173
O	-20.751	-6.379	22.823	-0.126	0.588	0.224
O	13.862	5.412	-2.977	0.704	0.109	0.117
O	-30.772	8.051	-6.331	-0.454	-0.171	-0.286
O	-32.421	-2.564	21.903	-0.174	0.232	0.011
O	25.592	-0.842	-5.942	-0.102	0.442	0.075
O	3.866	1.341	-4.536	0.411	0.563	-0.183
O	-21.086	2.782	24.983	0.062	0.172	-0.698
O	6.035	-6.083	-3.472	-0.127	0.049	-0.055
O	-4.708	-3.182	25.246	-0.051	-0.209	-0.716
O	10.642	-4.441	25.578	-0.081	-0.623	0.2
O	9.203	2.229	-3.149	0.098	0.08	-0.485
O	-17.031	2.017	21.991	0.113	-0.183	0.238
O	-3.278	3.739	-6.331	-0.141	-0.506	-0.008
O	-6.064	5.537	25.856	-0.353	0.074	0.461
O	-2.567	7.931	-0.088	0.132	-0.001	-0.086
O	19.002	7.417	-1.272	-0.427	-0.046	-0.549
O	17.65	-4.64	-4.14	-0.636	0.014	-0.003
O	17.469	0.168	-6.189	0.32	0.085	0.142
O	11.046	2.156	25.782	0.415	0.514	0.201
O	-13.01	0.056	-5.645	0.424	0.393	-0.139
O	-5.544	0.431	-5.591	0.35	0.653	-0.079
O	-2.395	0.197	-2.596	0.204	0.012	0.332
O	8.835	3.27	24.848	-0.106	0.088	0.25

Results
total energy: -406598.847 eV
total energy less fixed offsets of O -438.25, Si -107.07 eV per atom: 13.953 eV
